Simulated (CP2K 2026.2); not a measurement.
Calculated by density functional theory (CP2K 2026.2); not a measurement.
Periodic cell of 1838 atoms, Si1216O622, from a study of silicon, its oxide and their interface. The atomic structure is a simulated model.
Doubt: the forces sum to 6.66 eV/angstrom along one axis rather than to zero, so they err by at least 0.0036 eV/angstrom per atom on average; the grid cutoff is modest.

Settings: functional PBE; method Gaussian and plane waves; basis set DZVP-MOLOPT-SR-GTH; pseudopotentials GTH-PBE; grid cutoff 300 Ry, relative cutoff 40 Ry; k points Gamma only; occupations fixed; spin none; net charge 0.

Cell vectors (angstrom)
a 61.5484 0 0
b 0 15.3871 0
c 5.039 4.1323 33.762

Atoms and the computed forces on them: element, x, y, z (angstrom), force x, y, z (eV/angstrom)
Si -4.181 0.121 -0.803 0.195 -0.031 0.659
Si -4.648 3.129 -1.212 0.068 0.012 0.135
Si -3.933 -7.108 -0.832 0.138 -0.043 0.69
Si -3.075 -3.69 1.505 0.183 -0.114 0.631
Si -0.687 0.038 1.33 -0.004 -0.006 0.016
Si 0.249 3.833 -0.615 -0.298 0.017 0.612
Si 0.372 -8.471 -1.457 -0.045 -0.003 0.204
Si 0.412 -3.54 -0.436 -0.275 0.006 0.593
Si 3.542 -0.38 -0.427 0.234 0.15 0.644
Si 3.285 3.842 -0.468 0.273 -0.223 0.443
Si 3.309 -8.519 -1.238 0.091 0.073 0.073
Si 3.477 -3.548 -0.486 0.366 -0.212 0.612
Si 8.441 -0.708 -1.036 -0.138 0.01 0.095
Si 8.209 3.758 -0.532 -0.408 -0.09 0.467
Si 8.595 -8.626 -0.999 -0.132 -0.109 0.064
Si 7.807 -3.741 -0.696 -0.051 0.149 0.725
Si 0.465 -0.367 -0.715 -0.384 0.152 0.576
Si -0.746 3.894 1.474 -0.061 -0.049 0.048
Si -0.754 -7.639 1.387 -0.258 0.008 0.645
Si -0.678 -3.754 1.581 -0.034 -0.018 0.006
Si 4.001 -2.014 2.806 -0.013 0.016 -0.038
Si 4.52 3.707 1.5 0.034 -0.028 0.058
Si 4.521 -7.723 1.449 0.266 -0.056 0.582
Si 4.651 -3.897 1.499 0.005 0.042 0.055
Si 6.949 -0.052 1.598 -0.247 -0.105 0.622
Si 6.958 3.707 1.453 -0.033 0.034 0.064
Si 7.616 -5.879 2.647 0.036 -0.02 -0.09
Si 7.09 -3.868 1.525 -0.028 0.02 0.037
Si 12.31 -0.123 1.446 0.048 0.023 0.015
Si 12.286 3.746 1.405 0.169 0.014 0.589
Si 12.226 -7.687 1.559 0.032 -0.004 0.038
Si 14.578 -4.337 -3.487 -0.013 0.03 0.016
Si -0.134 1.939 2.645 0.047 0.03 -0.061
Si -0.143 5.833 2.668 0.026 0.014 -0.085
Si -0.095 -5.746 2.67 0.022 -0.012 -0.054
Si -0.114 -1.807 2.743 0.041 -0.007 -0.024
Si 3.953 1.86 2.817 -0.013 -0.016 -0.063
Si 3.942 5.705 2.669 -0.015 -0.015 -0.071
Si 3.982 -5.806 2.708 -0.024 -0.045 -0.073
Si 4.538 -0.066 1.629 0.057 0.005 0.018
Si 7.565 1.864 2.795 -0.033 0 -0.081
Si 7.55 5.668 2.683 -0.004 -0.012 -0.09
Si 6.934 -7.818 1.404 -0.164 0.072 0.601
Si 7.605 -1.97 2.807 0.021 0.031 -0.085
Si 11.667 1.828 2.656 -0.025 0.016 -0.07
Si 11.627 5.684 2.637 -0.017 0.002 -0.064
Si 11.633 -5.793 2.789 -0.013 0.04 -0.056
Si 11.681 -1.924 2.821 -0.023 -0.023 -0.067
Si -1.933 1.962 4.156 0.019 0.013 -0.045
Si -1.969 5.857 4.138 -0.012 -0.007 -0.019
Si -1.911 -5.706 4.172 0.002 0.009 -0.026
Si -1.924 -1.812 4.223 0.008 -0.027 -0.042
Si 1.878 1.921 3.931 -0.01 0 0.033
Si 1.902 5.768 3.893 0.005 0.003 0.035
Si 1.932 -5.765 3.908 -0.008 0.023 0.04
Si 1.929 -1.917 3.949 -0.008 -0.001 0.045
Si 5.765 1.878 4.29 -0.004 -0.021 -0.036
Si 5.745 5.722 4.184 0.002 0.03 -0.017
Si 5.81 -5.843 4.176 0.001 -0.034 -0.027
Si 5.794 -1.979 4.293 -0.002 0.016 -0.043
Si 9.645 1.853 3.937 0.008 0.008 0.028
Si 9.604 5.685 3.902 -0.014 0 0.032
Si 9.598 -5.848 3.968 -0.011 0.065 0.031
Si 9.64 -1.959 4.012 -0.035 -0.015 0.054
Si -1.936 0.088 5.542 -0.004 0.008 0.004
Si -1.943 3.912 5.45 -0.004 0.012 0.005
Si -1.945 -7.629 5.491 -0.009 -0.005 0.018
Si -1.918 -3.776 5.489 0.025 -0.019 0.021
Si 1.919 0.006 5.331 0.024 0.005 -0.011
Si 1.896 3.856 5.305 -0.011 0.005 -0.027
Si 1.922 -7.693 5.291 0.018 0.006 -0.013
Si 1.912 -3.851 5.315 -0.014 -0.01 -0.021
Si 5.776 -0.046 5.585 -0.005 0 0.042
Si 5.759 3.826 5.548 -0.009 0.017 -0.002
Si 5.775 -7.748 5.508 0 -0.004 0.026
Si 5.797 -3.931 5.537 0 -0.002 -0.006
Si 9.629 -0.038 5.377 -0.013 -0.011 -0.008
Si 9.631 3.78 5.325 -0.006 0.006 -0.013
Si 9.613 7.603 5.329 0.002 0.001 -0.017
Si 9.624 -3.914 5.355 -0.005 -0.018 0.002
Si 0.045 0.036 6.777 0.047 -0.002 0.032
Si 0.017 3.886 6.743 0.05 -0.004 0.026
Si 0.04 -7.661 6.742 0.026 0.004 0.027
Si 0.042 -3.817 6.762 0.039 0.008 0.02
Si 3.784 -0.015 6.797 -0.045 0.002 0.022
Si 3.771 3.834 6.773 -0.049 0.005 0.026
Si 3.793 -7.711 6.755 -0.033 -0.006 0.031
Si 3.799 -3.88 6.758 -0.055 0.011 0.017
Si 7.752 -0.042 6.82 0.007 -0.017 0.019
Si 7.744 3.798 6.782 0.048 0.007 0.019
Si 7.736 7.624 6.781 0.011 0.002 0.034
Si 7.75 -3.91 6.806 0.036 0.01 0.012
Si 11.524 -0.069 6.799 -0.019 0.007 0.031
Si 11.509 3.774 6.778 -0.021 -0.003 0.03
Si 11.51 7.618 6.766 -0.03 -0.006 0.023
Si 11.518 -3.922 6.787 -0.028 0.005 0.018
Si -0.043 1.952 13.583 0.011 0.014 -0.02
Si 0.001 5.844 13.551 -0.007 -0.012 -0.029
Si -0.013 -5.755 13.612 -0.014 -0.007 -0.006
Si 0.009 -1.925 13.601 -0.003 0.016 -0.018
Si 3.819 1.88 13.595 0.024 0 -0.018
Si 3.834 5.74 13.576 0.013 -0.001 -0.005
Si 3.872 -5.772 13.565 0.025 -0.001 -0.016
Si 3.844 -1.912 13.653 0.023 0.008 -0.018
Si 7.618 1.835 13.491 -0.02 -0.005 -0.017
Si 7.676 5.718 13.479 -0.019 0.019 -0.027
Si 7.657 -5.815 13.533 -0.04 -0.006 -0.022
Si 7.657 -1.966 13.556 0 -0.019 -0.036
Si 11.591 1.81 13.52 0.031 0.018 -0.015
Si 11.571 5.701 13.487 0.014 -0.024 -0.008
Si 11.577 -5.836 13.544 0.029 0.011 -0.006
Si 11.557 -2.012 13.547 0.002 0.018 -0.035
Si -1.973 1.979 14.94 -0.038 0.019 0.083
Si -1.939 5.885 14.861 -0.002 0.051 0.028
Si -1.988 -5.704 14.926 -0.014 -0.006 0.009
Si -1.937 -1.904 14.914 -0.015 -0.038 0.006
Si 1.877 1.9 14.947 0.006 0.002 -0.002
Si 1.9 5.773 14.947 0.016 -0.002 0.022
Si 1.965 -5.8 14.928 -0.005 -0.007 -0.007
Si 1.906 -1.923 15.028 -0.008 -0.015 0.039
Si 5.752 1.832 14.944 -0.016 -0.004 0.037
Si 5.795 5.738 14.874 0.032 -0.019 0.006
Si 5.775 -5.759 14.959 -0.006 0.007 0.029
Si 5.794 -1.915 15.011 0.017 0.018 0.004
Si 9.593 1.786 14.724 -0.039 -0.019 -0.005
Si 9.625 5.69 14.771 -0.028 -0.001 0.018
Si 9.617 -5.831 14.81 0.011 0.049 0.009
Si 9.607 -1.962 14.86 -0.004 -0.007 -0.006
Si -1.943 0.002 16.26 -0.027 0.016 -0.004
Si -1.99 3.992 16.214 0.002 -0.046 -0.052
Si -2.033 -7.621 16.28 0.003 -0.021 -0.054
Si -1.99 -3.804 16.314 -0.02 -0.001 -0.046
Si 1.828 0.033 16.399 -0.02 0 -0.012
Si 1.8 3.826 16.292 -0.045 -0.009 -0.078
Si 2.022 -7.702 16.328 0.026 0.002 -0.018
Si 1.967 -3.921 16.329 0.022 0.034 -0.019
Si 5.8 -0.02 16.446 -0.007 0.011 -0.021
Si 5.752 3.801 16.2 0.02 -0.003 -0.052
Si 5.793 -7.733 16.235 0.022 -0.034 -0.055
Si 5.803 -3.835 16.369 -0.003 0.014 -0.041
Si 9.584 -0.022 16.197 0.028 -0.045 -0.025
Si 9.586 3.698 15.995 0.028 0.027 0.011
Si 9.626 -7.775 16.104 -0.011 -0.012 -0.012
Si 9.613 -3.908 16.146 -0.028 0.015 -0.051
Si -0.16 0.051 17.792 0.046 -0.014 0.049
Si -0.158 3.803 17.664 0.038 0.019 0.06
Si -0.133 5.847 18.752 -0.035 -0.077 -0.711
Si -0.026 -3.887 17.588 -0.011 0.024 0.042
Si 3.785 -0.05 17.734 -0.009 -0.025 0.021
Si 3.88 2.015 18.839 -0.135 -0.122 -0.773
Si 2.676 -6.17 20.58 0.453 -0.03 -0.473
Si 3.9 -3.93 17.761 -0.018 0.02 -0.013
Si 7.817 0.055 17.778 -0.055 0.013 0.031
Si 8.131 5.696 18.675 0.015 0.102 0.114
Si 7.763 -7.715 17.482 -0.013 0.009 -0.008
Si 7.805 -3.848 17.632 0.007 0.038 -0.031
Si 11.517 -0.153 17.51 -0.01 -0.056 -0.026
Si 11.434 3.784 17.391 -0.055 0 -0.011
Si 10.721 -5.877 18.963 -0.23 -0.03 -0.63
Si 11.397 -3.976 17.661 -0.012 -0.044 0.096
Si -0.825 1.985 19.099 -0.06 -0.03 -0.013
Si -0.021 -7.63 17.474 -0.009 -0.003 0.049
Si -0.036 -5.804 18.932 0.001 0.011 -0.734
Si 0.194 -2.011 18.942 -0.211 0.148 -0.658
Si 3.799 3.877 17.491 0.02 -0.012 0.046
Si 4.184 5.587 19.039 -0.127 0.07 -0.017
Si 4.007 -7.795 17.728 0.009 -0.019 0.005
Si 3.38 -2.009 19.043 0.327 0.065 -0.741
Si 8.209 2.098 19.023 0.037 -0.055 0.015
Si 7.753 3.781 17.425 -0.016 -0.041 -0.011
Si 8.247 -5.833 18.825 0.08 0.029 0.098
Si 8.425 -1.937 18.926 0.266 0.044 -0.636
Si 10.357 2.171 20.098 -0.005 0.487 -0.303
Si 10.593 5.54 18.769 -0.045 0.007 -0.083
Si 11.332 -7.825 17.715 0.002 -0.001 0.109
Si 11.815 -2.178 21.895 -0.08 0.065 -0.174
Si -0.708 -1.538 21.749 -0.067 -0.074 -0.114
Si 13.315 -9.521 21.247 -0.055 -0.088 0.014
Si 6.457 -5.95 20.364 0.045 -0.517 -0.333
Si -0.182 1.547 21.403 -0.184 0.245 -0.639
Si 2.806 1.814 21.5 0.035 0.06 -0.007
Si 2.475 6.085 20.633 0.727 -0.247 -0.299
Si 4.383 -5.87 19.058 -0.026 -0.022 0.082
Si 4.334 -0.982 21.682 -0.021 -0.013 -0.082
Si 6.47 2.733 20.522 0.581 0.557 -0.184
Si 6.267 5.165 20.112 0.107 -0.338 -0.422
Si 5.57 -6.134 24.32 -0.01 -0.079 -0.098
Si 7.302 -1.41 21.869 0.114 -0.109 -0.198
Si 12.045 1.847 18.583 0.136 -0.072 -0.014
Si 10.756 4.452 20.828 0.031 -0.217 -0.648
Si 12.826 -6.464 20.993 -0.043 0 -0.164
Si 10.868 -2.006 18.844 -0.373 0.083 -0.669
Si 4.742 -7.514 -3.521 -0.015 -0.024 -0.068
Si 7.181 -7.326 -5.363 -0.05 0.059 0.082
Si 1.48 -0.974 26.173 0.208 -0.07 -0.116
Si 0.56 -3.145 24.132 -0.071 -0.066 -0.114
Si 8.678 -9.535 22.762 0.077 0.056 -0.014
Si 0.719 5.578 22.913 0.052 0.022 -0.138
Si 4.189 -0.624 24.515 -0.084 0.117 -0.038
Si 7.145 4.012 24.47 0.023 -0.051 -0.001
Si 6.531 -7.774 21.864 0.027 0.466 -0.536
Si -0.208 3.858 -6.658 -0.087 -0.014 -0.066
Si 3.061 1.194 -6.784 0.017 -0.057 -0.005
Si 15.568 1.333 26.209 -0.029 0.036 -0.014
Si 10.501 -9.257 25.349 -0.094 -0.095 -0.017
Si 10.26 -4.402 23.299 -0.013 -0.014 0.053
Si 9.905 0.145 22.387 -0.04 -0.118 -0.094
Si 3.227 -6.666 -5.966 0.062 0.019 0.145
Si 10.387 -3.993 26.233 0.059 0.014 -0.043
Si -4.616 -4.04 -1.149 0.111 0.073 0.073
Si 14.39 2.671 23.79 -0.094 0.03 -0.068
Si 11.378 -6.351 25.096 -0.09 -0.05 -0.06
Si 3.12 -1.405 -5.171 -0.042 0.035 -0.027
Si 13.982 -5.817 23.872 0.015 -0.08 -0.063
Si 12.687 -1.555 -5.828 -0.128 -0.048 0.074
Si 0.584 -5.553 -6.735 0.015 0.142 0.022
Si 11.679 3.253 25.436 -0.494 -0.335 -0.232
Si -4.136 5.119 -3.613 0.025 -0.022 0.175
Si -2.036 -5.956 -5.03 0.014 0.066 0.13
Si 4.563 0.228 -3.173 0.023 0.023 0.046
Si 9.73 2.097 24.752 0.507 0.428 0.291
Si 0.506 -2.927 -5.335 -0.011 0.102 0.024
Si 5.165 2.188 23.237 0 -0.043 -0.122
Si 8.156 -1.729 -5.796 -0.134 -0.066 0.074
Si 7.254 -4.219 22.777 -0.123 -0.008 -0.041
Si 6.872 -4.304 -5.018 0.059 -0.071 0.062
Si 4.497 -3.815 -6.565 0.002 0.102 0.023
Si -1.569 1.534 -5.58 0.045 0.071 0.082
Si 8.84 -9.352 -3.981 -0.034 -0.048 0.139
Si 16.318 -7.684 24.627 -0.103 0.069 -0.064
Si 17.9 -5.424 23.239 -0.091 0.064 -0.132
Si 7.198 3.499 -3.507 0.065 -0.056 0.125
Si -2.088 -8.133 -3.042 -0.035 -0.069 0.056
Si -3.22 -2.098 -2.888 -0.068 0.029 0.087
Si 4.259 3.242 -3.358 -0.03 -0.068 0.069
Si 5.39 -4.794 -2.414 -0.023 0.108 0.014
Si 1.772 3.177 -4.683 -0.073 0.082 0.036
Si -0.224 1.818 -2.786 -0.018 -0.05 0.02
Si -3.16 3.813 -6.299 0.169 -0.038 -0.062
Si 7.572 0.426 -3.749 -0.175 0.045 0.084
Si 11.503 -0.237 -0.767 0.239 -0.033 0.596
Si 10.95 2.779 -1.196 0.019 0.093 0.201
Si 11.409 -7.307 -0.576 0.194 -0.014 0.632
Si 11.981 -3.823 1.525 -0.185 -0.111 0.764
Si 14.704 -0.097 1.467 -0.183 0.026 0.65
Si 15.55 3.719 -0.736 -0.329 -0.035 0.626
Si 15.609 -8.518 -1.379 -0.04 -0.023 0.226
Si 16.456 -3.551 -1.313 -0.065 0.129 0.156
Si 19.314 -0.341 -0.568 0.3 0.188 0.718
Si 18.535 3.869 -0.915 0.003 -0.091 0.075
Si 18.575 -8.462 -1.233 0.104 0.053 0.147
Si 19.526 -3.463 -0.864 0.506 -0.436 0.257
Si 23.809 -0.71 -1.007 -0.051 -0.019 0.1
Si 23.525 3.799 -0.563 -0.438 -0.091 0.489
Si 23.974 -8.571 -0.977 -0.083 -0.098 0.076
Si 23.333 -3.723 -0.581 -0.163 0.119 0.649
Si 16.255 -0.446 -1.238 -0.077 0.021 0.143
Si 14.69 3.721 1.443 -0.02 -0.013 0.04
Si 14.624 -7.771 1.511 -0.192 -0.047 0.679
Si 15.06 -3.913 1.488 0.147 -0.001 0.806
Si 19.418 -2 2.758 -0.01 0.03 -0.033
Si 20.079 3.657 1.628 0.189 0.169 0.635
Si 19.884 -7.739 1.463 0.293 -0.058 0.645
Si 19.994 -3.895 1.443 -0.014 0.046 0.037
Si 22.432 -0.055 1.709 -0.254 -0.099 0.595
Si 22.467 3.713 1.551 0.035 0.044 0.026
Si 22.997 -5.866 2.688 0.005 -0.06 -0.083
Si 22.425 -3.875 1.56 -0.028 0.027 0.02
Si 27.617 -0.09 1.507 -0.013 0.014 -0.004
Si 27.622 3.789 1.446 0.173 0.011 0.601
Si 27.622 -7.639 1.56 0.044 0.006 0.045
Si 29.992 -4.295 -3.51 -0.041 0.008 0.033
Si 15.309 1.825 2.701 0.026 0 -0.071
Si 15.278 5.662 2.68 0.001 -0.011 -0.092
Si 15.34 -5.875 2.735 0.015 0.001 -0.078
Si 15.368 -1.967 2.757 0.003 -0.026 -0.079
Si 19.403 1.822 2.896 -0.015 0.023 -0.04
Si 19.341 5.672 2.669 -0.003 0.024 -0.134
Si 19.365 -5.811 2.703 -0.012 -0.059 -0.041
Si 20.04 -0.031 1.614 0.008 -0.043 -0.03
Si 23.018 1.864 2.897 -0.009 0.018 -0.078
Si 22.978 5.699 2.739 -0.01 -0.027 -0.081
Si 22.312 -7.802 1.446 -0.177 0.042 0.637
Si 23.01 -2.006 2.872 -0.011 0.02 -0.064
Si 27.034 1.871 2.724 -0.024 -0.001 -0.071
Si 27.01 5.743 2.681 -0.018 0.009 -0.074
Si 27.036 -5.753 2.817 -0.017 0.024 -0.062
Si 27.053 -1.908 2.893 -0.028 -0.002 -0.061
Si 13.476 1.839 4.18 0.004 -0.016 -0.047
Si 13.447 5.682 4.159 -0.01 0.001 -0.047
Si 13.501 -5.796 4.21 -0.013 -0.023 -0.011
Si 13.536 -1.992 4.24 -0.008 0.008 -0.011
Si 17.315 1.84 3.99 -0.021 0.014 0.034
Si 17.316 5.671 3.923 0.009 0.014 0.024
Si 17.355 -5.851 3.969 -0.003 0.028 0.032
Si 17.383 -1.982 3.985 0.002 -0.023 0.036
Si 21.201 1.841 4.372 -0.005 0.001 -0.03
Si 21.143 5.701 4.206 0.015 -0.007 -0.004
Si 21.183 -5.85 4.2 0.005 -0.036 -0.036
Si 21.174 -2.003 4.313 -0.02 0.002 -0.064
Si 25.059 1.872 4.048 0.029 -0.007 0.025
Si 25.008 5.729 3.974 0.011 0 0.025
Si 24.994 -5.822 3.999 -0.015 0.04 0.031
Si 25.027 -1.969 4.089 -0.016 0.004 0.041
Si 13.495 -0.061 5.538 0.006 -0.008 0.024
Si 13.47 3.77 5.501 -0.006 -0.003 0.022
Si 13.471 7.62 5.484 0.002 0.031 0.004
Si 13.511 -3.907 5.562 0.014 0.004 0.018
Si 17.338 -0.073 5.384 0.021 -0.006 -0.024
Si 17.315 3.775 5.355 0.001 -0.006 -0.014
Si 17.339 7.596 5.333 0.003 0.013 -0.025
Si 17.343 -3.923 5.355 -0.015 -0.003 -0.012
Si 21.181 -0.093 5.644 0.017 0.013 0.051
Si 21.161 3.811 5.593 -0.018 0.013 0.027
Si 21.157 7.621 5.533 -0.001 -0.019 0.027
Si 21.181 -3.95 5.574 0.01 -0.012 -0.004
Si 25.027 -0.04 5.454 -0.012 -0.001 -0.007
Si 25.031 3.816 5.401 -0.015 0.006 -0.021
Si 25.012 7.643 5.389 -0.007 -0.004 -0.016
Si 25.014 -3.916 5.427 0.015 -0.015 -0.004
Si 15.455 -0.074 6.814 0.018 0.001 0.032
Si 15.431 3.773 6.788 0.049 -0.007 0.035
Si 15.442 7.612 6.766 0.028 0.001 0.021
Si 15.477 -3.923 6.814 0.032 0.012 0.018
Si 19.19 -0.071 6.856 -0.03 -0.001 0.026
Si 19.179 3.779 6.828 -0.033 0.012 0.021
Si 19.195 7.61 6.806 -0.016 -0.005 0.028
Si 19.204 -3.937 6.819 -0.04 0 0.029
Si 23.147 -0.063 6.89 0.004 -0.004 0.024
Si 23.136 3.803 6.841 0.037 0.004 0.021
Si 23.118 7.631 6.821 0.018 -0.015 0.032
Si 23.131 -3.918 6.859 0.03 0.009 0.02
Si 26.904 -0.037 6.892 -0.022 -0.01 0.03
Si 26.895 3.816 6.862 -0.024 -0.003 0.027
Si 26.889 7.659 6.85 -0.038 0.007 0.022
Si 26.903 -3.895 6.865 -0.017 0.002 0.019
Si 15.361 1.823 13.611 0.002 0.016 -0.006
Si 15.397 5.714 13.603 0.005 0.01 -0.019
Si 15.352 -5.879 13.654 -0.03 0.007 -0.011
Si 15.422 -2.044 13.645 -0.013 -0.008 -0.019
Si 19.231 1.818 13.65 0.023 -0.006 -0.033
Si 19.215 5.678 13.653 0.005 0.012 -0.011
Si 19.234 -5.844 13.62 0.038 -0.004 -0.006
Si 19.237 -1.985 13.714 0.018 -0.004 -0.014
Si 22.994 1.856 13.606 -0.043 0.015 -0.011
Si 23.016 5.698 13.6 -0.016 0.008 -0.04
Si 22.998 -5.821 13.586 -0.026 -0.015 -0.019
Si 23.024 -1.973 13.645 -0.02 -0.016 -0.021
Si 26.957 1.873 13.598 0.029 -0.005 -0.022
Si 26.945 5.735 13.571 0.007 -0.014 -0.024
Si 26.967 -5.813 13.587 0.023 0.007 -0.028
Si 26.931 -1.961 13.612 0.005 -0.003 -0.035
Si 13.45 1.796 14.98 -0.051 -0.023 0.109
Si 13.446 5.745 14.89 -0.026 0.047 0.03
Si 13.416 -5.87 15.032 -0.015 0.01 0.026
Si 13.461 -2.117 14.925 -0.015 -0.023 0.009
Si 17.286 1.804 14.971 -0.005 0.013 -0.031
Si 17.286 5.651 15.024 0.009 -0.013 0.019
Si 17.313 -5.907 14.964 -0.011 -0.013 -0.004
Si 17.313 -2.002 15.096 -0.011 -0.025 0.033
Si 21.118 1.807 15.062 0.003 -0.008 0.056
Si 21.127 5.699 15.019 0.03 -0.018 0.027
Si 21.119 -5.785 15.028 -0.013 0.007 0.007
Si 21.157 -1.969 15.111 0.053 0.017 0.014
Si 24.975 1.856 14.834 -0.011 -0.018 -0.029
Si 24.992 5.696 14.851 0.007 0.007 -0.026
Si 24.98 -5.823 14.81 -0.002 0.017 -0.051
Si 24.981 -1.939 14.935 -0.003 -0.017 -0.032
Si 13.486 -0.236 16.262 -0.036 0.069 0.025
Si 13.437 3.839 16.205 0.056 -0.074 0
Si 13.339 -7.811 16.38 -0.001 0.001 -0.019
Si 13.432 -3.958 16.421 0.01 0.002 -0.027
Si 17.283 -0.017 16.456 0.01 -0.033 0.044
Si 17.238 3.686 16.364 -0.025 0.042 -0.019
Si 17.32 -7.803 16.376 0.016 0.01 -0.032
Si 17.34 -4.028 16.352 0.018 0.035 -0.002
Si 21.164 -0.069 16.547 -0.026 0.026 -0.013
Si 21.06 3.755 16.372 -0.047 -0.019 -0.036
Si 21.111 -7.726 16.338 -0.006 -0.021 -0.046
Si 21.154 -3.892 16.48 -0.022 -0.038 -0.021
Si 24.922 0.019 16.259 0.013 -0.043 0.006
Si 24.987 3.754 16.155 0.011 0.02 -0.028
Si 24.963 -7.741 16.118 -0.034 0.013 -0.082
Si 24.988 -3.931 16.157 -0.006 -0.004 -0.036
Si 15.299 -0.157 17.787 0.007 0.031 -0.015
Si 15.272 3.661 17.678 -0.033 -0.027 -0.002
Si 15.37 5.606 18.956 0.571 0.032 -0.293
Si 15.429 -3.997 17.72 -0.057 0.02 -0.018
Si 19.2 -0.022 17.906 -0.005 -0.012 -0.01
Si 19.409 1.971 19.255 -0.004 -0.087 0.068
Si 17.258 -6.264 20.395 0.043 0.153 -0.711
Si 19.197 -3.946 17.842 0.029 0.01 -0.016
Si 23.174 0.036 17.866 0.026 -0.043 0.066
Si 23.34 5.738 18.719 0.001 -0.028 0.059
Si 23.113 -7.679 17.53 -0.025 0.078 0.033
Si 23.202 -3.896 17.676 -0.002 0.054 0.082
Si 26.861 -0.042 17.543 0.001 -0.049 -0.014
Si 26.763 3.872 17.684 -0.004 0.028 0.059
Si 26.238 -5.857 18.916 -0.209 0.019 -0.538
Si 26.832 -3.974 17.591 0.005 -0.08 0.086
Si 14.441 1.773 18.924 -0.026 0.029 0.052
Si 15.327 -7.833 17.634 -0.028 0.033 0.021
Si 15.336 -5.953 19.047 0.531 0.038 -0.28
Si 16.028 -2.108 19.012 0.326 0.175 -0.578
Si 19.126 3.766 17.762 0 0.045 -0.015
Si 19.302 5.663 19.138 -0.015 0.053 -0.023
Si 19.252 -7.783 17.773 0.001 0.017 0
Si 18.535 -2.014 19.071 -0.299 0.088 -0.568
Si 23.418 2.091 19.135 0.071 -0.038 -0.033
Si 23.105 3.775 17.506 -0.003 0.061 0.006
Si 23.804 -5.853 18.871 0.239 0.05 -0.648
Si 23.904 -1.991 18.907 0.184 0.097 -0.745
Si 25.537 2.137 20.429 -0.033 -0.374 -0.316
Si 25.785 5.767 18.876 -0.077 -0.118 -0.672
Si 26.713 -7.783 17.653 0.022 -0.018 0.129
Si 27.054 -1.892 21.699 0.057 0.043 -0.071
Si 14.923 -1.663 21.873 -0.059 0.021 -0.139
Si 29.294 5.965 20.96 0.282 -0.114 -0.525
Si 21.828 -5.541 21.151 -0.06 -0.044 -0.18
Si 15.066 1.46 21.161 -0.332 0.12 -0.663
Si 18.132 1.684 21.252 0.363 0.199 -0.649
Si 17.249 5.954 20.393 0.111 -0.177 -0.628
Si 19.268 -5.9 19.211 -0.43 0.081 -0.302
Si 19.316 -1.048 21.827 0.024 0.013 -0.127
Si 21.459 2.801 20.263 0.031 0.125 -0.476
Si 21.441 5.253 20.152 0.033 0.022 -0.033
Si 20.646 -6.708 23.505 -0.051 -0.003 0.013
Si 22.164 -0.378 22.683 -0.073 0.02 -0.036
Si 27.269 1.871 18.844 0.049 0.016 0.065
Si 26.604 4.907 21.558 -0.031 -0.078 -0.038
Si 28.39 -6.404 20.963 -0.04 -0.007 -0.123
Si 26.328 -2.002 18.714 -0.408 0.108 -0.577
Si 20.02 -7.212 -3.461 0.034 -0.014 -0.008
Si 22.463 -7.237 -5.351 -0.014 0.009 0.053
Si 11.423 -5.712 -7.33 -0.003 0.007 0.024
Si 15.957 -3.371 24.192 -0.021 -0.044 -0.063
Si 23.273 4.785 24.353 0.143 0.026 -0.082
Si 15.822 5.265 22.953 -0.029 -0.066 -0.282
Si 19.181 -1.296 24.794 0.037 -0.016 -0.057
Si 20.232 3.046 22.962 0.07 -0.088 -0.237
Si 21.178 -9.589 22.43 0.143 0.031 -0.64
Si 15.288 5.132 -7.225 -0.038 -0.151 -0.04
Si 16.946 0.779 -6.747 -0.067 -0.043 0.115
Si 31.15 1.438 26.332 -0.01 0.06 0.012
Si 26.072 -9.394 24.545 0.005 -0.092 -0.184
Si 25.569 -4.014 23.221 -0.015 0.049 -0.017
Si 24.968 0.487 21.982 0.212 0.34 -0.493
Si 18.439 -6.449 -5.982 0.167 0.027 -0.003
Si 25.603 -3.893 26.183 0.049 -0.027 -0.012
Si 10.713 -4.366 -1.159 0.01 0.038 0.137
Si 30.122 2.866 23.863 -0.115 0.039 -0.031
Si 26.426 -6.239 24.828 -0.029 -0.056 -0.003
Si 18.129 -1.395 -4.992 0.028 0.085 -0.056
Si 29.237 -5.885 23.982 0.049 -0.022 -0.096
Si 28.241 -1.39 -5.751 -0.085 -0.078 0.082
Si 15.524 -7.154 -6.877 -0.04 0.016 -0.007
Si 27.487 3.672 25.439 0.087 -0.051 0.076
Si 11.532 4.535 -3.698 -0.086 -0.007 0.104
Si 13.075 -6.556 -4.92 0.009 0.09 0.01
Si 19.903 0.399 -3.346 0.077 0.028 0.073
Si 24.863 2.189 24.546 -0.009 0.16 0.067
Si 15.629 -2.782 -5.69 0.059 -0.008 -0.072
Si 20.935 1.076 25.033 -0.002 -0.03 -0.01
Si 23.667 -1.625 -5.784 -0.108 -0.008 -0.003
Si 23.018 -2.98 21.782 0.044 0.022 -0.142
Si 22.115 -4.181 -5.079 -0.01 -0.032 0.002
Si 19.574 -3.596 -6.559 0.111 0.021 -0.043
Si 14.033 1.084 -5.669 0.061 0.015 0.042
Si 24.185 -9.247 -3.939 0.006 -0.057 0.101
Si 31.672 -7.553 24.64 -0.065 0.038 -0.068
Si -28.312 -5.236 23.192 -0.014 0.06 -0.085
Si 22.541 3.565 -3.518 0.059 -0.044 0.18
Si 13.104 -8.62 -2.867 0.108 0.005 0.073
Si 12.25 -2.393 -2.938 -0.051 0.075 0.098
Si 19.546 3.358 -3.876 0.112 -0.085 0.044
Si 21.025 -4.613 -2.244 -0.388 0.425 0.334
Si 17.076 3.43 -5.29 -0.087 -0.05 0.074
Si 15.36 1.888 -3.09 0.016 0.033 0.085
Si 12.71 3.713 -6.497 0.02 0.046 0.073
Si 22.917 0.483 -3.741 -0.141 0.028 0.065
Si 26.894 -0.193 -0.756 0.19 0.008 0.639
Si 26.286 2.831 -1.199 0.059 0.079 0.186
Si 26.812 -7.255 -0.586 0.172 0.01 0.675
Si 27.682 -3.783 1.675 0.164 -0.18 0.651
Si 30.007 -0.048 1.527 -0.162 0.025 0.682
Si 30.983 3.749 -0.594 -0.291 -0.06 0.614
Si 31.068 -8.524 -1.349 -0.001 0.009 0.226
Si 31.49 -3.495 -1.154 -0.036 0.091 0.171
Si -27.047 -0.344 -0.423 0.308 0.062 0.684
Si 33.982 3.934 -0.434 0.334 -0.312 0.429
Si -27.575 -8.496 -1.085 0.077 0.11 0.086
Si -27.013 -3.455 -0.558 0.252 -0.102 0.693
Si -22.405 -0.692 -1.066 -0.098 -0.012 0.14
Si -22.697 3.98 -0.527 -0.339 -0.092 0.491
Si -22.271 -8.408 -1.013 -0.111 -0.077 0.024
Si -22.899 -3.752 -0.686 -0.247 0.033 0.638
Si 31.505 -0.388 -1.176 -0.122 0.019 0.149
Si 30.029 3.789 1.525 -0.025 -0.035 0.052
Si 30.031 -7.724 1.53 -0.222 -0.018 0.674
Si 30.069 -3.846 1.626 -0.161 -0.011 0.758
Si 34.753 -1.962 2.87 -0.015 0.019 -0.011
Si 35.289 3.745 1.505 0.005 -0.006 0.09
Si 35.226 -7.667 1.526 0.277 -0.063 0.562
Si 35.334 -3.852 1.575 0.007 0.043 0.03
Si -23.825 -0.007 1.608 -0.209 -0.075 0.619
Si -23.825 3.796 1.509 -0.047 0.037 0.05
Si -23.212 -5.796 2.661 0.03 -0.039 -0.075
Si -23.816 -3.841 1.486 0.002 0.021 -0.015
Si -18.624 0.072 1.529 0.003 -0.037 0.009
Si -18.591 3.913 1.407 0.196 -0.01 0.548
Si -18.608 -7.575 1.565 0.045 0 0.045
Si -16.341 -4.074 -3.294 0.017 -0.069 0.092
Si 30.647 1.875 2.754 0.041 0.003 -0.073
Si 30.636 5.725 2.752 0.033 0.008 -0.107
Si 30.693 -5.806 2.764 0.016 0.005 -0.104
Si 30.699 -1.918 2.81 0.02 -0.045 -0.09
Si 34.717 1.907 2.847 -0.019 -0.004 -0.066
Si 34.693 5.727 2.716 -0.001 -0.031 -0.071
Si 34.714 -5.766 2.798 -0.035 -0.039 -0.047
Si 35.328 -0.024 1.69 0.042 -0.006 0.026
Si -23.223 1.925 2.808 -0.032 0.003 -0.087
Si -23.267 5.772 2.715 0.014 -0.01 -0.094
Si -23.912 -7.724 1.417 -0.142 0.019 0.601
Si -23.21 -1.949 2.785 0.01 0.02 -0.062
Si -19.194 2.02 2.716 -0.014 0.022 -0.054
Si -19.203 5.826 2.678 -0.039 0.001 -0.054
Si -19.145 -5.62 2.735 -0.017 0.006 -0.015
Si -19.171 -1.883 2.703 -0.033 0.013 -0.062
Si 28.838 1.888 4.25 0.003 -0.017 -0.047
Si 28.811 5.74 4.226 -0.021 0.008 -0.052
Si 28.878 -5.772 4.275 -0.012 0.009 -0.034
Si 28.897 -1.918 4.33 -0.012 -0.001 -0.027
Si 32.666 1.909 4.017 -0.008 0.003 0.039
Si 32.677 5.737 3.977 0.009 0.013 0.037
Si 32.695 -5.777 4.027 -0.008 0.007 0.024
Si 32.711 -1.933 4.053 0 0.011 0.041
Si -25.017 1.934 4.319 -0.017 -0.031 -0.035
Si -25.056 5.786 4.234 0.002 0.032 -0.015
Si -24.984 -5.777 4.233 0.012 -0.029 -0.032
Si -24.982 -1.932 4.329 -0.01 0 -0.065
Si -21.185 1.977 3.999 -0.004 0.005 0.04
Si -21.219 5.807 3.942 -0.013 -0.008 0.031
Si -21.194 -5.715 3.938 -0.013 0.032 0.017
Si -21.174 -1.905 3.982 -0.014 0.009 0.035
Si 28.868 0.003 5.629 0.01 -0.008 0.038
Si 28.842 3.823 5.565 -0.002 -0.007 0.013
Si 28.846 7.665 5.567 -0.005 0.014 0.01
Si 28.885 -3.864 5.616 0.019 0.007 0.061
Si 32.704 -0.003 5.426 0.013 -0.006 -0.008
Si 32.681 3.837 5.401 -0.006 -0.003 -0.028
Si 32.698 7.666 5.384 0.013 0.012 -0.008
Si 32.699 -3.862 5.429 -0.012 0.002 -0.015
Si -25.006 0.007 5.621 0.013 0.007 0.037
Si -25.024 3.88 5.592 -0.004 0.015 -0.005
Si -25.019 7.701 5.564 -0.004 -0.013 0.027
Si -24.991 -3.87 5.6 0.019 -0.005 -0.005
Si -21.177 0.034 5.371 -0.004 -0.003 -0.001
Si -21.191 3.906 5.377 -0.005 0.005 -0.01
Si -21.183 -7.645 5.337 0.004 -0.009 -0.01
Si -21.186 -3.819 5.378 0.003 -0.012 -0.014
Si 30.839 -0.003 6.885 0.029 -0.002 0.026
Si 30.808 3.833 6.846 0.051 -0.002 0.029
Si 30.82 7.669 6.839 0.03 0.011 0.016
Si 30.842 -3.863 6.889 0.01 0.007 0.013
Si -26.973 0.004 6.88 -0.042 0.002 0.029
Si -26.989 3.854 6.856 -0.046 0.009 0.031
Si -26.978 7.696 6.844 -0.027 -0.013 0.036
Si -26.962 -3.855 6.864 -0.047 0.001 0.03
Si -23.034 0.031 6.858 0.009 -0.011 0.016
Si -23.057 3.889 6.847 0.041 0.012 0.021
Si -23.048 -7.664 6.822 0.009 0.003 0.03
Si -23.038 -3.827 6.865 0.022 0.009 0.022
Si -19.292 0.053 6.806 -0.021 0.006 0.022
Si -19.301 3.917 6.813 -0.017 -0.001 0.028
Si -19.288 -7.623 6.776 -0.029 -0.008 0.023
Si -19.29 -3.794 6.805 -0.045 0.006 0.033
Si 30.736 1.92 13.697 0.009 0.015 -0.023
Si 30.785 5.773 13.689 -0.013 0.006 -0.027
Si 30.777 -5.802 13.703 -0.014 -0.003 -0.019
Si 30.82 -1.949 13.711 -0.007 0.007 -0.015
Si -26.943 1.947 13.723 -0.004 0.009 -0.037
Si -26.931 5.784 13.737 0.013 0.013 -0.01
Si -26.882 -5.773 13.712 0.009 -0.016 -0.011
Si -26.913 -1.886 13.762 0.02 -0.014 -0.008
Si -23.115 1.983 13.648 -0.016 0.006 -0.025
Si -23.095 5.804 13.632 -0.019 -0.003 -0.025
Si -23.077 -5.739 13.653 -0.02 -0.012 -0.019
Si -23.109 -1.864 13.655 -0.033 -0.004 -0.024
Si -19.21 1.986 13.586 0.02 -0.004 -0.026
Si -19.203 5.838 13.549 0.02 -0.011 -0.022
Si -19.211 -5.713 13.588 0.008 0.007 -0.032
Si -19.234 -1.859 13.585 0.01 -0.006 -0.027
Si 28.808 1.92 15.062 -0.012 -0.003 0.088
Si 28.824 5.771 14.98 -0.01 0.032 0.019
Si 28.828 -5.836 15.044 -0.014 0.005 0
Si 28.846 -2.009 14.974 -0.033 -0.026 -0.004
Si 32.65 1.921 15.072 0.004 -0.002 -0.001
Si 32.674 5.752 15.116 0.014 0.004 0.031
Si 32.727 -5.784 15.046 -0.019 -0.003 0.013
Si 32.717 -1.874 15.162 -0.018 -0.019 0.035
Si -25.013 1.971 15.073 0.025 -0.016 0.033
Si -24.976 5.819 15.063 0.016 -0.011 0.023
Si -24.951 -5.739 15.087 0.01 0.007 0.021
Si -24.971 -1.878 15.123 0.027 0.021 0.004
Si -21.144 2.013 14.928 -0.011 -0.009 -0.006
Si -21.118 5.815 14.9 -0.016 0.006 -0.018
Si -21.121 -5.756 14.957 0.026 0.028 0.005
Si -21.159 -1.82 14.948 0.004 -0.007 0.001
Si 28.832 -0.102 16.303 -0.027 0.022 -0.012
Si 28.746 3.92 16.388 -0.005 -0.027 -0.029
Si 28.763 -7.763 16.419 0.02 0.01 -0.031
Si 28.844 -3.907 16.378 0.003 0.024 -0.054
Si 32.644 0.095 16.562 -0.005 -0.02 -0.005
Si 32.559 3.796 16.485 -0.027 0.017 -0.033
Si 32.726 -7.68 16.453 -0.023 0.004 -0.021
Si 32.776 -3.88 16.43 0.017 0.016 -0.029
Si -25.017 0.072 16.485 -0.024 -0.021 -0.043
Si -25.039 3.904 16.428 -0.015 -0.006 -0.016
Si -24.857 -7.659 16.461 -0.004 -0.029 -0.029
Si -24.932 -3.823 16.481 -0.022 0.009 -0.03
Si -21.195 0.129 16.303 0.011 -0.026 -0.043
Si -21.11 3.932 16.279 0.002 -0.003 -0.016
Si -21.08 -7.712 16.305 0.009 -0.009 -0.05
Si -21.135 -3.784 16.226 -0.004 0.012 -0.042
Si 30.593 -0.013 17.853 0.078 -0.011 0.058
Si 30.576 3.78 17.87 -0.007 -0.049 0.049
Si 30.771 5.742 19.151 0.041 -0.015 0.026
Si 30.796 -3.898 17.699 -0.01 0.03 0.01
Si 34.637 0.128 17.923 -0.044 -0.063 0.01
Si 34.824 2.102 19.286 0.025 -0.048 0.002
Si 32.775 -6.093 20.331 0.066 0.147 -0.74
Si 34.699 -3.832 17.868 0.006 0.028 -0.001
Si -23.051 0.185 17.782 -0.028 -0.062 0.047
Si -22.838 5.771 19.183 0.005 0.005 0.068
Si -22.865 -7.664 17.819 -0.013 0.075 0.029
Si -22.928 -3.835 17.742 0.002 0.027 0.028
Si -19.228 0.093 17.567 0.019 -0.039 -0.021
Si -19.121 3.944 17.556 -0.003 -0.041 -0.029
Si -19.712 -5.733 18.911 -0.333 -0.082 -0.405
Si -19.25 -3.826 17.602 -0.007 -0.019 0.033
Si 29.717 1.867 19.077 -0.01 -0.003 -0.028
Si 30.72 -7.749 17.744 -0.003 0.035 0.01
Si 30.807 -5.795 19.054 0.487 -0.098 -0.301
Si 31.045 -2.019 19.076 -0.257 0.138 -0.669
Si 34.524 3.875 17.773 0.011 0.048 0.005
Si 34.697 5.805 19.07 -0.103 0.032 0.032
Si 34.739 -7.643 17.758 -0.016 0.004 0.001
Si 34.251 -1.878 19.146 0.297 0.055 -0.684
Si -22.838 2.165 19.111 0.099 -0.059 -0.007
Si -23.01 3.973 17.651 -0.013 0.049 -0.02
Si -22.209 -5.728 19.037 0.263 -0.013 -0.637
Si -22.667 -1.818 18.939 -0.212 0.01 -0.742
Si -20.758 2.573 20.241 0.011 0.042 -0.021
Si -19.028 5.69 19.146 -0.038 -0.01 -0.012
Si -19.215 -7.735 17.747 0.016 0.033 0.013
Si -18.865 -1.347 21.716 -0.001 0.049 -0.103
Si 30.046 -1.476 21.886 -0.067 -0.039 -0.107
Si -16.954 6.084 20.339 -0.049 -0.307 -0.621
Si -24.258 -5.461 21.294 -0.014 -0.043 -0.213
Si 30.51 1.548 21.248 -0.358 0.074 -0.593
Si -27.985 1.77 21.258 0.366 0.192 -0.546
Si 32.765 6.135 20.381 0.058 -0.171 -0.679
Si 34.806 -5.78 19.21 -0.464 0.051 -0.243
Si -26.644 -0.828 21.842 0.024 0.086 -0.099
Si 36.813 2.94 20.347 0.081 0.108 -0.46
Si 36.657 5.365 20.256 -0.009 0.061 -0.025
Si -25.614 -6.621 23.605 -0.049 0.027 0.011
Si -23.893 -0.057 22.749 0.037 0.051 -0.074
Si -18.838 2.022 18.841 0.007 -0.016 0.049
Si -20.882 5.044 20.471 -0.066 -0.258 -0.521
Si -17.248 -6.159 20.637 0.381 0.236 -0.541
Si -19.539 -1.85 18.83 0.184 0.012 -0.753
Si -26.078 -7.767 -3.463 0.027 0.036 0.009
Si -23.965 -7.767 -5.639 -0.05 -0.037 0.068
Si 31.956 -1.514 26.387 0.035 0.002 -0.007
Si 31.165 -3.337 24.202 -0.037 -0.058 -0.115
Si -22.939 5.142 24.328 0.078 0 0.012
Si 31.553 5.389 22.954 -0.01 -0.009 -0.236
Si -26.864 -1.222 24.783 0.018 -0.001 -0.012
Si -25.967 3.167 23.057 0.095 -0.09 -0.217
Si -25.248 -9.436 22.509 0.09 0.019 -0.633
Si 30.755 5.24 -7.124 -0.054 -0.145 -0.032
Si 32.452 1.037 -6.574 -0.082 -0.025 0.073
Si -15.677 1.559 26.351 -0.033 0.129 0.072
Si -20.411 -9.076 23.431 -0.007 -0.185 -0.104
Si -20.639 -3.416 23.014 -0.094 0.037 0.079
Si -21.067 1.005 21.956 0.05 0.422 -0.439
Si -27.554 -6.931 -5.855 0.092 -0.042 0.022
Si -20.82 -4.271 25.862 0.005 0.026 -0.032
Si 26.403 -4.218 -1.053 0.036 0.086 0.102
Si -16.152 2.891 23.581 0.019 0.023 0.003
Si -20.057 -6.079 23.834 -0.042 -0.063 0.058
Si -27.92 -1.264 -4.885 0.029 0.099 -0.064
Si -17.003 -5.6 23.708 0.02 -0.081 -0.275
Si -18.387 -1.457 -5.608 -0.003 -0.068 0.115
Si 31.086 -7.061 -6.854 -0.027 -0.02 0.033
Si -18.585 4.464 24.7 0.018 0.052 0.049
Si 26.887 4.644 -3.667 -0.083 0.013 0.109
Si 28.596 -6.542 -4.935 -0.004 0.092 -0.006
Si -26.346 0.532 -3.113 0.066 0.035 0.026
Si -21.235 2.707 24.507 -0.035 0.089 -0.096
Si 31.132 -2.691 -5.625 0.017 -0.025 -0.095
Si -25.143 1.239 25.102 0.01 -0.042 -0.033
Si -23.034 -0.712 -6.396 0.025 -0.017 -0.076
Si -23.361 -2.624 21.755 0.045 -0.098 -0.035
Si -25.131 -5.007 -5.549 0.022 -0.098 0.07
Si -25.68 -2.363 -6.509 0.025 0.04 -0.043
Si 29.445 1.293 -5.609 0.062 0.015 0.078
Si -22.026 -9.197 -3.991 -0.02 -0.012 0.18
Si -14.765 -7.563 24.445 0.046 0.025 -0.076
Si -13.093 -5.297 23.2 -0.069 0.098 -0.093
Si -23.756 3.714 -3.376 0.018 -0.05 0.139
Si 28.545 -8.583 -2.853 0.122 0.004 0.088
Si 27.727 -2.285 -2.895 -0.074 0.072 0.088
Si -26.696 3.519 -3.451 -0.038 -0.061 0.088
Si -25.077 -4.952 -2.553 0.075 0.075 0.146
Si 32.465 3.582 -5.027 -0.046 -0.012 0.002
Si 30.648 1.949 -2.976 -0.02 0.023 0.101
Si 28.129 3.928 -6.458 0.052 0.046 0.101
Si -23.349 0.628 -3.722 -0.18 0.015 0.124
Si -19.377 0.018 -0.685 0.13 0.039 0.635
Si -19.93 3.019 -1.258 0.02 0.139 0.16
Si -19.456 -7.235 -0.555 0.275 -0.034 0.588
Si -18.62 -3.742 1.335 -0.011 -0.021 0.01
Si -16.241 0.125 1.517 -0.154 -0.076 0.672
Si -15.398 3.907 -0.795 -0.262 -0.006 0.641
Si -15.388 -8.347 -1.492 -0.056 -0.043 0.216
Si -14.935 -3.374 -0.784 -0.328 0.017 0.557
Si -11.784 -0.164 -0.507 0.306 0.186 0.608
Si -12.387 4.088 -0.985 -0.006 -0.076 0.051
Si -12.459 -8.256 -1.34 0.087 0.071 0.119
Si -11.839 -3.305 -0.488 0.252 -0.129 0.713
Si -7.35 -0.305 -0.685 -0.251 0.179 0.602
Si -7.468 3.951 -0.641 -0.413 -0.107 0.44
Si -6.64 -8.438 -1.158 -0.132 0.128 0.059
Si -7.671 -3.351 -0.6 -0.243 -0.068 0.61
Si -14.78 -0.214 -1.125 -0.08 -0.029 0.124
Si -16.178 3.9 1.418 -0.027 -0.005 0.039
Si -16.21 -7.6 1.465 -0.189 -0.019 0.693
Si -16.15 -3.7 1.264 -0.02 -0.003 0.023
Si -11.413 -1.775 2.789 -0.003 0.024 -0.005
Si -10.828 3.853 1.582 0.235 0.171 0.592
Si -11.225 -7.498 1.303 -0.286 -0.088 0.801
Si -10.843 -3.692 1.563 0.01 0.068 -0.01
Si -8.368 0.124 1.418 0.003 -0.046 -0.012
Si -8.437 3.896 1.484 -0.029 0.004 0.06
Si -7.783 -5.641 2.686 0.01 -0.048 -0.059
Si -8.443 -3.687 1.549 -0.022 0.05 0.005
Si -3.123 0.061 1.323 0.02 -0.01 -0.012
Si -3.168 3.924 1.418 0.225 -0.02 0.599
Si -3.188 -7.526 1.379 0.04 0.014 0.018
Si -0.887 -3.948 -2.958 -0.036 -0.09 0.003
Si -15.552 2.025 2.713 0.048 0.018 -0.064
Si -15.563 5.839 2.656 0.008 -0.018 -0.094
Si -15.553 -5.62 2.591 0.027 0.006 -0.096
Si -15.555 -1.843 2.646 0.025 -0.005 -0.106
Si -11.425 1.989 2.845 -0.002 0.025 -0.041
Si -11.532 5.89 2.588 -0.018 0.011 -0.102
Si -11.502 -5.631 2.704 -0.022 -0.057 -0.068
Si -10.788 0.141 1.544 0.036 -0.046 0.012
Si -7.805 2 2.719 -0.006 0.016 -0.063
Si -7.793 5.869 2.631 -0.019 -0.012 -0.073
Si -8.101 -7.545 1.341 0.287 -0.055 0.743
Si -7.83 -1.766 2.751 -0.004 0.011 0.007
Si -3.728 1.968 2.637 -0.018 0.027 -0.091
Si -3.773 5.89 2.605 -0.028 0.016 -0.104
Si -3.729 -5.645 2.686 -0.01 -0.01 -0.091
Si -3.713 -1.782 2.705 -0.05 0.009 -0.08
Si -17.365 2.024 4.208 0.008 -0.021 -0.031
Si -17.368 5.836 4.169 -0.008 0.01 -0.037
Si -17.31 -5.638 4.179 -0.002 -0.045 -0.051
Si -17.341 -1.864 4.181 -0.013 0.042 -0.042
Si -13.516 2.009 3.955 -0.016 -0.011 0.038
Si -13.522 5.848 3.893 0.008 0.021 0.021
Si -13.543 -5.64 3.896 -0.012 0.002 0.055
Si -13.511 -1.818 3.906 -0.007 -0.005 0.039
Si -9.585 1.999 4.263 0.028 0.02 -0.031
Si -9.666 5.92 4.078 0.007 -0.039 -0.019
Si -9.638 -5.702 4.146 0.004 -0.003 -0.031
Si -9.614 -1.792 4.269 0.012 -0.011 -0.072
Si -5.754 1.997 3.901 0.034 -0.014 0.031
Si -5.782 5.861 3.891 0.022 0.001 0.026
Si -5.76 -5.654 3.924 -0.006 0.01 0.032
Si -5.765 -1.806 3.921 0.004 -0.015 0.036
Si -17.35 0.072 5.499 -0.002 0.016 0.03
Si -17.345 3.939 5.532 -0.007 -0.008 0.025
Si -17.335 -7.601 5.471 -0.005 -0.005 0.015
Si -17.318 -3.755 5.542 0.024 -0.003 0.005
Si -13.519 0.083 5.329 0.001 0.006 -0.008
Si -13.499 3.946 5.321 0.013 0.005 -0.019
Si -13.514 -7.592 5.273 -0.01 -0.005 -0.012
Si -13.505 -3.737 5.313 0.026 -0.011 -0.03
Si -9.621 0.103 5.593 -0.001 0.014 0.031
Si -9.632 3.995 5.455 -0.002 0.034 -0.006
Si -9.646 -7.603 5.481 -0.011 -0.03 -0.004
Si -9.626 -3.773 5.486 0 -0.026 -0.014
Si -5.772 0.098 5.328 -0.018 0.004 -0.017
Si -5.765 3.933 5.287 -0.009 0.017 -0.007
Si -5.787 -7.601 5.295 0.008 -0.004 -0.019
Si -5.769 -3.737 5.312 0.002 -0.012 0.005
Si -15.385 0.081 6.781 0.021 0 0.024
Si -15.366 3.939 6.783 0.033 -0.017 0.032
Si -15.371 -7.606 6.755 0.032 0.001 0.022
Si -15.352 -3.748 6.795 0.021 0.001 0.024
Si -11.629 0.1 6.779 -0.036 -0.011 0.025
Si -11.598 3.955 6.742 -0.016 0.001 0.022
Si -11.624 -7.592 6.731 -0.036 0.001 0.028
Si -11.603 -3.756 6.741 -0.041 0.012 0.024
Si -7.638 0.101 6.798 0.021 -0.016 0.031
Si -7.664 3.963 6.73 0.026 -0.011 0.024
Si -7.673 -7.6 6.744 0.024 -0.008 0.035
Si -7.661 -3.76 6.753 0.028 0.019 0.018
Si -3.904 0.085 6.787 -0.023 -0.01 0.027
Si -3.894 3.919 6.745 -0.022 -0.002 0.028
Si -3.911 -7.615 6.755 -0.028 0 0.023
Si -3.889 -3.766 6.754 -0.015 -0.006 0.019
Si -15.375 1.984 13.574 0.015 0.013 -0.027
Si -15.35 5.873 13.566 -0.005 -0.005 -0.019
Si -15.372 -5.69 13.605 -0.008 0.006 -0.018
Si -15.338 -1.848 13.635 -0.007 0.003 -0.023
Si -11.536 1.992 13.6 0.012 -0.003 -0.032
Si -11.548 5.858 13.598 0.018 0.001 -0.011
Si -11.508 -5.641 13.564 0.021 -0.001 -0.014
Si -11.529 -1.805 13.68 0.024 0.004 -0.018
Si -7.746 2.014 13.517 -0.037 0.006 -0.01
Si -7.718 5.87 13.517 -0.021 0.01 -0.042
Si -7.724 -5.643 13.517 -0.031 -0.01 -0.016
Si -7.72 -1.804 13.579 -0.022 -0.009 -0.029
Si -3.812 1.973 13.475 0.027 0.003 -0.017
Si -3.818 5.857 13.46 -0.002 -0.017 -0.014
Si -3.826 -5.671 13.473 0.008 0.014 -0.029
Si -3.845 -1.838 13.538 -0.002 -0.018 -0.03
Si -17.281 1.973 14.933 -0.005 -0.017 0.053
Si -17.279 5.882 14.885 -0.021 0.025 0.034
Si -17.305 -5.708 14.96 -0.002 0.006 0.006
Si -17.303 -1.902 14.916 -0.016 -0.013 0.001
Si -13.467 1.964 14.961 -0.016 -0.034 0.001
Si -13.47 5.833 14.992 -0.009 0.02 0.028
Si -13.415 -5.655 14.927 0 -0.005 0.003
Si -13.446 -1.802 15.095 -0.012 -0.018 0.046
Si -9.617 1.986 14.963 -0.011 0.009 0.06
Si -9.606 5.89 14.924 0.013 -0.049 0.023
Si -9.6 -5.593 14.944 -0.019 0.006 0.014
Si -9.58 -1.786 15.043 0.036 0.016 0.018
Si -5.761 1.992 14.75 -0.026 -0.018 -0.018
Si -5.74 5.866 14.779 -0.01 0.012 -0.013
Si -5.756 -5.626 14.779 0.015 0.013 -0.034
Si -5.771 -1.782 14.897 -0.007 -0.018 -0.012
Si -17.305 0.002 16.244 -0.021 0.002 -0.046
Si -17.251 3.962 16.194 -0.003 -0.007 -0.05
Si -17.327 -7.631 16.31 0.009 -0.004 -0.004
Si -17.288 -3.793 16.318 0.001 0.016 -0.05
Si -13.469 0.159 16.495 0.02 -0.006 -0.004
Si -13.525 3.853 16.336 -0.018 0.036 -0.033
Si -13.406 -7.567 16.281 -0.033 -0.005 -0.026
Si -13.406 -3.8 16.388 -0.007 0.014 -0.023
Si -9.559 0.13 16.454 -0.017 0.001 -0.036
Si -9.657 3.941 16.257 -0.047 0.002 -0.082
Si -9.595 -7.535 16.239 0.006 -0.024 -0.021
Si -9.556 -3.711 16.408 -0.007 -0.026 -0.041
Si -5.782 0.184 16.22 0.01 -0.053 -0.017
Si -5.718 3.901 16.051 0.05 0.04 -0.046
Si -5.74 -7.56 16.061 -0.047 -0.002 -0.067
Si -5.765 -3.742 16.18 0.001 -0.016 -0.041
Si -15.531 0.054 17.772 0.078 -0.029 0.045
Si -15.469 3.845 17.709 -0.029 -0.07 0.045
Si -15.214 5.884 18.833 0.079 -0.008 -0.05
Si -15.386 -3.828 17.699 -0.027 0.032 0.013
Si -11.463 0.192 17.872 -0.071 -0.041 0.042
Si -11.194 2.207 19.156 0.071 -0.068 0.013
Si -13.506 -5.996 20.272 0.039 0.181 -0.723
Si -11.467 -3.729 17.796 -0.006 0.033 0.032
Si -7.561 0.232 17.777 0.02 0 0.069
Si -7.288 5.906 18.583 0.033 -0.01 0.093
Si -7.598 -7.498 17.447 0.005 0.075 -0.009
Si -7.566 -3.719 17.697 0.014 0.041 0.093
Si -3.868 0.132 17.572 0.012 -0.004 -0.006
Si -3.917 4.025 17.56 -0.074 0.005 0.09
Si -4.549 -5.666 18.934 -0.229 -0.005 -0.604
Si -3.944 -3.75 17.66 0.012 -0.044 0.089
Si -16.343 1.962 18.969 -0.02 0.026 -0.014
Si -15.365 -7.565 17.568 0.025 0.024 -0.016
Si -15.507 -5.736 19.064 -0.016 -0.034 0.125
Si -15.099 -1.944 19.056 -0.299 0.147 -0.638
Si -11.585 3.95 17.639 0.024 0.018 0.017
Si -11.372 5.872 18.936 0.023 0.042 -0.046
Si -11.466 -7.559 17.636 -0.043 0.017 0.021
Si -11.881 -1.8 19.13 0.373 0.062 -0.728
Si -7.255 2.291 19.013 0.06 -0.07 -0.015
Si -7.604 3.951 17.378 -0.076 0.021 0.052
Si -6.998 -5.714 18.882 0.278 0.072 -0.576
Si -6.934 -1.764 18.912 0.228 0.03 -0.678
Si -5.102 2.372 20.222 0.025 0.209 -0.748
Si -4.852 -9.489 18.818 -0.133 -0.1 -0.679
Si -4.012 -7.592 17.639 0.012 0.016 0.11
Si -3.723 -1.809 21.945 -0.038 0.095 -0.199
Si -15.889 -1.326 21.855 -0.023 -0.037 -0.077
Si -1.749 -9.101 21.246 -0.012 -0.039 -0.03
Si -9.04 -5.435 21.105 -0.043 -0.093 -0.15
Si -15.409 1.557 21.051 -0.265 0.061 -0.561
Si -12.422 1.938 21.141 0.357 0.223 -0.587
Si -13.347 6.23 20.236 0.166 -0.194 -0.663
Si -11.505 -5.697 19.089 -0.456 0.067 -0.336
Si -11.296 -0.8 21.876 0.032 -0.021 -0.066
Si -9.162 3.033 20.179 0.046 0.125 -0.597
Si -9.224 5.458 19.884 0.123 -0.36 -0.572
Si -10.239 -6.425 23.681 -0.063 0.041 -0.137
Si -8.574 -0.428 23.063 -0.043 -0.038 -0.03
Si -3.301 2.093 18.777 0.085 -0.083 -0.009
Si -4.285 5.048 21.686 0.021 -0.039 -0.169
Si -2.435 -6.127 21.026 -0.025 -0.015 -0.092
Si -4.502 -1.764 18.84 -0.315 0.005 -0.665
Si -10.83 -7.142 -3.606 -0.069 0.03 0.014
Si -8.575 -7.086 -5.55 0.022 0.038 0.088
Si -14.565 -1.27 26.408 0.06 -0.026 0.045
Si -15.164 -3.228 24.265 0.027 -0.042 -0.172
Si -7.515 5.026 24.544 0.106 0.019 0.015
Si -14.971 5.298 22.56 -0.039 0.073 -0.282
Si -11.859 -1.012 24.808 -0.001 -0.035 -0.035
Si -10.336 3.2 22.932 0.037 -0.121 -0.189
Si -9.589 -9.248 22.789 0.017 0.078 -0.016
Si -15.654 5.367 -7.116 -0.023 -0.222 -0.03
Si -14.045 0.905 -6.688 -0.115 -0.028 0.127
Si -4.653 -2.31 -7.333 -0.041 0.126 0.048
Si -4.84 -9.214 24.6 -0.008 -0.062 -0.178
Si -5.33 -3.944 23.098 -0.088 0.026 -0.003
Si -5.649 0.47 22.489 0.027 -0.048 -0.016
Si -12.497 -6.347 -6.029 0.115 -0.052 0.076
Si -5.398 -3.767 26.054 0.016 -0.017 -0.018
Si -19.752 -4.208 -0.713 0.29 0.26 0.641
Si -0.95 3.031 23.824 -0.053 0.037 -0.056
Si -4.404 -6.074 24.722 0.019 -0.006 0.009
Si -12.871 -1.251 -4.959 -0.028 0.022 -0.03
Si -1.517 -5.482 23.899 0.042 -0.056 -0.123
Si -2.252 -1.496 -5.764 -0.02 0.015 0.18
Si -15.53 -6.874 -6.741 -0.056 0.067 -0.056
Si -3.362 3.898 25.601 0.121 -0.057 -0.038
Si -19.328 4.698 -3.883 -0.053 -0.06 0.062
Si -17.943 -6.139 -4.823 -0.015 0.088 -0.011
Si -11.052 0.489 -3.315 0.069 0.021 0.08
Si -5.956 2.441 24.72 -0.032 0.054 -0.087
Si -15.394 -2.609 -5.547 -0.066 0.016 -0.034
Si -9.952 1.147 25.157 -0.052 0.055 -0.052
Si -7.035 -1.407 -5.581 -0.098 0.019 0.039
Si -7.828 -2.844 21.676 0.038 0.092 -0.145
Si -8.862 -3.959 -5.24 0.019 -0.075 0.036
Si -11.456 -3.451 -6.651 0.098 0.075 0.045
Si -16.921 1.158 -5.646 0.051 -0.014 0.048
Si -6.869 -8.985 -4.006 -0.102 -0.077 0.096
Si 0.789 -7.375 24.616 -0.028 0.039 -0.016
Si 2.759 -5.23 23.476 -0.068 -0.094 -0.08
Si -8.374 3.683 -3.589 0.089 -0.02 0.14
Si -17.923 -8.383 -2.956 0.053 0.001 0.107
Si -18.541 -2.129 -2.693 -0.07 -0.014 0.091
Si -11.385 3.449 -3.913 0.095 -0.087 0.041
Si -9.829 -4.543 -2.47 0.075 0.153 0.188
Si -13.924 3.592 -5.238 -0.074 -0.029 0.102
Si -15.598 2.021 -3.062 0.04 0.027 0.096
Si -18.219 3.728 -6.662 -0.035 0.095 0.084
Si -8.018 0.649 -3.54 -0.034 0.046 0.083
Si 0.039 -1.896 8.119 -0.016 0.001 -0.012
Si 0.031 1.966 8.117 -0.019 -0.013 -0.009
Si 0.029 -9.581 8.106 -0.014 0.001 -0.009
Si 0.033 -5.74 8.114 -0.022 0.009 -0.01
Si 3.796 -1.956 8.124 0.023 -0.002 -0.008
Si 3.789 1.914 8.137 0.024 0.003 0
Si 3.789 -9.628 8.123 0.015 -0.005 -0.012
Si 3.802 -5.791 8.121 0.011 0.007 -0.019
Si 7.729 -1.979 8.151 -0.014 0.004 0.005
Si 7.722 1.884 8.156 -0.018 -0.003 -0.003
Si 7.727 5.713 8.148 0.001 0 -0.009
Si 7.724 -5.837 8.143 0.008 0.002 -0.002
Si 11.525 -2.001 8.147 -0.002 -0.007 -0.01
Si 11.529 1.855 8.15 0.008 -0.001 -0.009
Si 11.521 5.699 8.135 0.01 -0.003 -0.007
Si 11.526 -5.847 8.137 0.007 0.015 -0.01
Si 15.446 -2.002 8.166 -0.012 0.002 -0.022
Si 15.442 1.853 8.16 -0.018 -0.004 -0.019
Si 15.43 5.698 8.144 -0.012 -0.002 -0.016
Si 15.446 -5.858 8.149 -0.017 0.016 -0.016
Si 19.197 -2.012 8.183 0.021 0.002 -0.011
Si 19.196 1.858 8.194 0.021 0 -0.01
Si 19.19 5.699 8.179 0.017 -0.002 -0.013
Si 19.203 -5.856 8.172 0.004 0.01 -0.022
Si 23.122 -1.996 8.222 -0.005 0.007 -0.003
Si 23.11 1.879 8.211 -0.017 -0.006 -0.007
Si 23.114 5.718 8.198 -0.007 0.002 -0.012
Si 23.106 -5.843 8.203 -0.005 0.003 -0.012
Si 26.912 -1.972 8.231 0.01 -0.003 -0.01
Si 26.904 1.895 8.234 0.014 -0.002 -0.008
Si 26.904 5.739 8.217 0.019 -0.005 -0.008
Si 26.909 -5.812 8.226 0.018 0.006 -0.007
Si 30.832 -1.935 8.237 -0.021 0.001 -0.014
Si 30.823 1.922 8.231 -0.021 -0.011 -0.016
Si 30.815 5.755 8.209 -0.019 -0.006 -0.015
Si 30.825 -5.798 8.222 -0.02 0.007 -0.013
Si -26.961 -1.927 8.232 0.018 -0.004 -0.009
Si -26.97 1.936 8.227 0.028 -0.003 -0.007
Si -26.971 5.779 8.214 0.019 -0.006 -0.014
Si -26.962 -5.774 8.221 0.008 0.003 -0.017
Si -23.063 -1.893 8.215 -0.008 -0.005 -0.006
Si -23.064 1.963 8.207 -0.009 -0.005 -0.009
Si -23.061 -9.575 8.201 -0.003 -0.004 -0.01
Si -23.066 -5.752 8.208 0.009 0.002 -0.008
Si -19.283 -1.869 8.171 0.007 -0.012 -0.009
Si -19.28 1.983 8.167 0.008 0 -0.004
Si -19.275 -9.54 8.16 0.009 -0.008 -0.003
Si -19.274 -5.713 8.166 0.011 0.011 -0.006
Si -15.376 -1.833 8.155 -0.008 -0.003 -0.007
Si -15.371 2.007 8.138 -0.02 0.002 -0.008
Si -15.367 -9.522 8.135 -0.007 -0.005 -0.014
Si -15.363 -5.685 8.134 -0.015 0.011 -0.007
Si -11.598 -1.837 8.114 0.009 -0.004 -0.01
Si -11.598 2.032 8.117 0.006 0.001 -0.011
Si -11.599 -9.512 8.103 0.007 0 -0.02
Si -11.593 -5.672 8.105 0.001 0.002 -0.017
Si -7.672 -1.84 8.12 -0.003 0.008 -0.001
Si -7.682 2.043 8.116 -0.001 -0.008 -0.003
Si -7.675 -9.519 8.11 0.011 -0.002 -0.015
Si -7.685 -5.678 8.113 0.007 -0.004 -0.007
Si -3.877 -1.852 8.124 0.004 -0.008 -0.004
Si -3.887 2.01 8.131 0.007 0.001 -0.002
Si -3.887 -9.544 8.107 0 -0.011 -0.007
Si -3.89 -5.689 8.112 0.009 0.004 -0.003
Si 1.914 -1.923 9.529 -0.022 -0.001 0.016
Si 1.904 1.934 9.532 -0.001 0.005 0.021
Si 1.907 -9.607 9.523 0.01 0.007 0.028
Si 1.921 -5.756 9.518 0.019 -0.006 0.015
Si 5.75 -1.966 9.445 -0.014 0.02 0.001
Si 5.745 1.887 9.457 -0.005 0.005 0.007
Si 5.747 5.73 9.446 -0.005 -0.008 0.004
Si 5.751 -5.802 9.457 -0.024 0.008 0.001
Si 9.626 -1.992 9.525 0.001 -0.013 0.018
Si 9.626 1.856 9.524 0.007 0.004 0.02
Si 9.626 5.705 9.526 -0.007 0.001 0.033
Si 9.623 -5.834 9.513 -0.009 0.004 0.019
Si 13.487 -2.015 9.472 0.024 0.002 -0.004
Si 13.489 1.841 9.479 0.024 -0.004 0.003
Si 13.478 5.694 9.465 0.003 0.004 0.003
Si 13.487 -5.844 9.467 0.009 -0.013 0.009
Si 17.315 -2.01 9.583 -0.024 -0.003 0.016
Si 17.31 1.845 9.585 -0.007 0.001 0.021
Si 17.303 5.692 9.571 0.01 0.01 0.031
Si 17.322 -5.854 9.565 0.027 -0.006 0.014
Si 21.144 -1.997 9.514 -0.007 0.013 0
Si 21.143 1.855 9.522 -0.013 0.01 0.01
Si 21.141 5.698 9.504 -0.012 -0.008 0.002
Si 21.14 -5.839 9.522 -0.011 -0.004 -0.001
Si 25.01 -1.978 9.609 -0.003 -0.017 0.021
Si 24.997 1.878 9.603 0.001 0.008 0.019
Si 24.999 5.724 9.596 -0.008 0.004 0.026
Si 24.996 -5.822 9.592 -0.012 -0.001 0.014
Si 28.876 -1.957 9.551 0.017 0.003 -0.007
Si 28.871 1.897 9.554 0.024 -0.003 0.007
Si 28.868 5.746 9.537 0.005 0.006 0.002
Si 28.874 -5.794 9.551 0.004 -0.015 0.005
Si -28.838 -1.929 9.648 -0.008 0.003 0.021
Si -28.844 1.927 9.64 0.006 0.011 0.022
Si -28.851 5.769 9.62 0.012 0.005 0.023
Si -28.838 -5.776 9.628 0.01 -0.012 0.012
Si -25.011 -1.902 9.564 0.001 0.021 0.009
Si -25.018 1.949 9.551 -0.01 0.007 0.007
Si -25.016 -9.591 9.542 -0.009 -0.006 0
Si -25.016 -5.748 9.562 -0.016 -0.008 0.004
Si -21.165 -1.873 9.584 -0.003 -0.01 0.016
Si -21.164 1.973 9.575 0.003 0.009 0.02
Si -21.159 -9.561 9.57 -0.009 0.003 0.028
Si -21.164 -5.725 9.571 -0.017 -0.001 0.023
Si -17.322 -1.857 9.493 0.006 0.004 0
Si -17.312 1.991 9.484 0.017 -0.002 0.011
Si -17.31 -9.537 9.478 0.004 -0.001 0.005
Si -17.306 -5.688 9.485 0.006 -0.017 0.01
Si -13.473 -1.835 9.527 -0.008 0.003 0.015
Si -13.474 2.015 9.527 0.009 -0.002 0.02
Si -13.469 -9.522 9.523 0.01 0.005 0.025
Si -13.463 -5.67 9.519 0.017 -0.013 0.018
Si -9.64 -1.825 9.434 -0.001 0.006 0.002
Si -9.644 2.021 9.446 -0.007 -0.007 0.004
Si -9.643 -9.515 9.432 -0.005 -0.007 0.006
Si -9.645 -5.664 9.449 -0.016 0.004 0.008
Si -5.779 -1.84 9.497 -0.007 -0.019 0.024
Si -5.79 2.021 9.503 0.006 0.013 0.025
Si -5.783 -9.531 9.495 -0.008 0 0.029
Si -5.79 -5.674 9.494 0 -0.003 0.021
Si -1.91 -1.877 9.438 0.027 -0.005 0.001
Si -1.917 1.974 9.446 0.014 -0.004 0.013
Si -1.923 -9.559 9.428 0.004 0.006 0.004
Si -1.924 -5.706 9.432 0.005 -0.011 0.004
Si 1.904 0.002 10.882 0.018 -0.002 -0.012
Si 1.911 3.855 10.882 -0.002 0.003 -0.005
Si 1.921 -7.674 10.868 -0.008 0.013 -0.011
Si 1.926 -3.84 10.888 -0.008 0.004 -0.005
Si 5.728 -0.048 10.807 0.004 -0.008 -0.021
Si 5.734 3.808 10.813 0.004 0.004 -0.021
Si 5.743 7.655 10.807 0.003 -0.009 -0.023
Si 5.747 -3.873 10.827 0.008 -0.004 -0.02
Si 9.621 -0.072 10.869 -0.004 0.003 -0.005
Si 9.624 3.773 10.871 -0.001 -0.003 -0.008
Si 9.62 7.641 10.861 0.008 0.008 -0.008
Si 9.615 -3.915 10.869 0.004 -0.006 -0.002
Si 13.501 -0.098 10.831 -0.018 0.01 -0.022
Si 13.492 3.769 10.831 0 0 -0.023
Si 13.487 7.619 10.824 0.005 -0.002 -0.02
Si 13.495 -3.928 10.849 -0.013 0.017 -0.013
Si 17.313 -0.088 10.936 0.019 -0.01 -0.011
Si 17.307 3.768 10.935 -0.002 0.01 -0.006
Si 17.317 7.62 10.921 -0.013 0.017 -0.014
Si 17.317 -3.937 10.932 -0.009 -0.001 -0.012
Si 21.131 -0.079 10.878 -0.002 0.003 -0.023
Si 21.122 3.779 10.874 0.006 0.006 -0.023
Si 21.128 7.615 10.87 0.005 -0.023 -0.021
Si 21.127 -3.907 10.887 0.009 0 -0.023
Si 24.994 -0.049 10.954 -0.006 0.002 -0.007
Si 24.988 3.798 10.949 0.001 -0.005 -0.008
Si 24.986 7.648 10.942 0.017 0.003 0.003
Si 24.992 -3.902 10.95 0.007 -0.003 0.002
Si 28.883 -0.036 10.911 -0.013 -0.005 -0.026
Si 28.877 3.826 10.907 -0.002 -0.001 -0.023
Si 28.881 7.665 10.902 0.002 0 -0.012
Si 28.888 -3.869 10.925 -0.004 0.018 -0.02
Si -28.844 0.001 11.001 0.012 0.003 -0.007
Si -28.845 3.854 10.991 -0.002 0.008 -0.01
Si -28.836 7.691 10.981 -0.006 0.004 -0.014
Si -28.826 -3.859 10.999 -0.015 -0.015 -0.007
Si -25.026 0.03 10.928 -0.004 0.006 -0.019
Si -25.029 3.876 10.917 0.014 0.003 -0.022
Si -25.02 -7.677 10.924 0.002 -0.021 -0.02
Si -25.015 -3.821 10.943 0.003 -0.01 -0.015
Si -21.172 0.053 10.935 -0.006 -0.002 -0.016
Si -21.164 3.898 10.921 0.004 -0.01 -0.01
Si -21.168 -7.641 10.924 0.016 0.005 -0.002
Si -21.173 -3.8 10.926 0.005 -0.007 -0.009
Si -17.303 0.065 10.856 -0.007 0 -0.024
Si -17.297 3.92 10.842 -0.004 0.002 -0.02
Si -17.293 -7.613 10.845 0.001 -0.003 -0.021
Si -17.302 -3.77 10.873 -0.01 0.011 -0.016
Si -13.457 0.083 10.882 0.014 -0.02 -0.014
Si -13.463 3.937 10.879 -0.007 0.007 -0.012
Si -13.447 -7.591 10.868 -0.007 0.005 -0.013
Si -13.461 -3.75 10.888 -0.003 0.007 -0.01
Si -9.646 0.088 10.81 -0.002 -0.005 -0.016
Si -9.652 3.948 10.806 -0.002 0 -0.025
Si -9.642 -7.595 10.807 0.007 -0.019 -0.015
Si -9.644 -3.728 10.818 0.001 0.01 -0.023
Si -5.789 0.085 10.843 -0.005 -0.007 -0.019
Si -5.785 3.936 10.852 -0.007 -0.008 -0.014
Si -5.791 -7.599 10.833 0.015 -0.008 0
Si -5.788 -3.751 10.849 0.002 0.003 -0.001
Si -1.903 0.039 10.802 -0.008 -0.009 -0.019
Si -1.905 3.906 10.795 0.003 -0.01 -0.021
Si -1.916 -7.63 10.784 -0.003 0.003 -0.017
Si -1.904 -3.789 10.813 -0.006 0.011 -0.02
Si -0.022 0.013 12.234 -0.016 -0.011 0.025
Si -0.02 3.886 12.223 0.001 0.012 0.027
Si -0.018 -7.636 12.19 0.013 -0.002 0.017
Si -0.004 -3.836 12.229 -0.003 -0.002 0.028
Si 3.835 -0.03 12.226 -0.015 0.013 0.028
Si 3.842 3.814 12.226 0 -0.005 0.024
Si 3.851 -7.711 12.216 -0.013 0.008 0.027
Si 3.855 -3.829 12.243 -0.009 -0.005 0.023
Si 7.647 -0.079 12.156 0.003 0.004 0.002
Si 7.654 3.779 12.162 0.03 -0.006 0.007
Si 7.66 7.657 12.163 0.012 -0.003 0.002
Si 7.662 -3.889 12.193 0.01 0.016 0.011
Si 11.583 -0.101 12.176 -0.004 -0.013 0.001
Si 11.579 3.753 12.184 -0.031 -0.004 0.003
Si 11.569 7.638 12.175 -0.021 0.011 0.004
Si 11.562 -3.924 12.188 -0.031 0.011 0.003
Si 15.378 -0.113 12.269 -0.009 -0.009 0.022
Si 15.37 3.766 12.264 0.004 0.008 0.025
Si 15.377 7.623 12.24 0.032 0.007 0.01
Si 15.39 -3.956 12.274 0.026 -0.002 0.02
Si 19.239 -0.096 12.29 -0.026 0.012 0.026
Si 19.235 3.757 12.289 -0.001 -0.005 0.027
Si 19.239 7.603 12.278 -0.018 0.019 0.017
Si 19.234 -3.898 12.301 -0.03 -0.008 0.017
Si 23.027 -0.067 12.262 0.03 0.001 0.016
Si 23.018 3.78 12.251 0.022 -0.001 0.005
Si 23.022 7.629 12.253 0.009 0.011 0.007
Si 23.03 -3.888 12.262 0.019 0.004 0.01
Si 26.96 -0.046 12.254 -0.014 -0.007 0.007
Si 26.952 3.801 12.25 -0.029 0.004 0.007
Si 26.951 7.658 12.235 -0.013 0.009 0.003
Si 26.949 -3.883 12.258 -0.025 -0.001 0.001
Si 30.767 -0.018 12.343 -0.014 -0.009 0.021
Si 30.767 3.842 12.328 0.016 0.004 0.022
Si 30.779 7.682 12.314 0.018 0.008 0.01
Si 30.792 -3.87 12.34 -0.001 -0.004 0.022
Si -26.915 0.019 12.357 0.004 0.003 0.023
Si -26.919 3.869 12.348 0.001 -0.008 0.019
Si -26.913 7.694 12.341 -0.032 0.011 0.015
Si -26.905 -3.823 12.374 -0.014 0.004 0.021
Si -23.109 0.054 12.29 0.028 -0.011 0.009
Si -23.106 3.89 12.268 0.022 -0.009 0.007
Si -23.099 -7.656 12.281 0.007 0.006 0.011
Si -23.091 -3.805 12.303 0.029 0.018 0.012
Si -19.214 0.064 12.234 -0.009 -0.009 0.005
Si -19.206 3.904 12.22 -0.021 -0.001 0.013
Si -19.208 -7.622 12.216 -0.007 -0.001 0.013
Si -19.23 -3.788 12.239 -0.029 0.001 0.006
Si -15.38 0.057 12.232 -0.005 0.003 0.015
Si -15.383 3.927 12.229 -0.003 -0.008 0.025
Si -15.368 -7.595 12.214 0.012 0.012 0.02
Si -15.375 -3.762 12.251 0.005 -0.006 0.019
Si -11.532 0.076 12.24 -0.027 0.009 0.029
Si -11.536 3.931 12.235 -0.002 -0.019 0.031
Si -11.528 -7.596 12.229 -0.034 0.022 0.027
Si -11.532 -3.705 12.241 -0.009 -0.007 0.025
Si -7.734 0.089 12.177 0.029 -0.002 0.016
Si -7.738 3.944 12.169 0.028 -0.007 0.013
Si -7.729 -7.584 12.174 0.021 0.01 0.014
Si -7.728 -3.716 12.186 0.026 0.001 0.014
Si -3.827 0.054 12.144 -0.014 -0.009 0.008
Si -3.821 3.914 12.146 -0.032 0.005 0.014
Si -3.835 -7.602 12.132 -0.009 0.01 0.005
Si -3.835 -3.745 12.155 -0.009 -0.015 0.001
O -3.755 3.919 -0.121 0.197 0.251 -0.208
O -3.539 -3.508 -0.065 0.317 0.075 -0.429
O 2.001 0.136 -0.494 0.186 0.381 0.447
O 1.769 3.23 -0.458 -0.052 -0.334 0.072
O -0.202 -7.705 -0.156 -0.12 0.16 -0.347
O 1.876 -7.946 -1.705 -0.036 0.498 -0.314
O 1.949 -4.032 -0.236 0.005 -0.326 0.089
O 3.959 -7.57 -0.099 0.07 0.231 -0.256
O 7.528 0.024 0.068 -0.206 0.144 0.018
O -5.728 -0.313 -0.521 0.064 -0.225 0.227
O 9.449 2.7 -0.563 -0.249 -0.598 0.215
O 7.336 -7.999 -0.197 -0.3 0.107 -0.306
O 9.85 -7.713 -0.616 -0.108 0.36 0.082
O 9.114 -4.579 -1.179 -0.072 -0.548 -0.353
O 1.284 1.96 21.991 0.076 0.045 0.463
O -1.482 -9.419 19.682 -0.464 -0.156 -0.182
O 1.199 -9.504 19.667 0.051 0.008 -0.008
O -1.392 -5.883 19.822 -0.157 0.122 -0.19
O 1.234 -5.781 19.946 -0.017 0.138 0.269
O -0.679 -2.285 20.307 -0.325 -0.268 -0.006
O 1.779 -1.979 19.369 -0.122 -0.037 0.376
O 2.718 2.329 19.963 -0.634 0.608 -0.002
O 5.264 2.01 19.695 0.149 -0.177 -0.071
O 2.913 -5.231 21.873 -0.025 0.616 -0.091
O 5.916 -0.618 21.61 0.097 0.537 -0.186
O 4.078 -2.071 20.521 0.456 -0.3 0.267
O 7.892 -2.01 20.485 -0.044 -0.324 0.208
O 12.154 4.792 21.628 0.166 -0.244 0.568
O 10.209 -3.557 24.685 0.204 0.715 -0.122
O 6.441 -4.707 21.46 -0.382 0.618 0.218
O 11.59 -2.007 20.311 0.245 0.218 0.145
O -2.207 -1.431 22.329 0.166 0.02 0.368
O -3.541 -0.83 -1.946 0.507 0.179 -0.438
O -4.086 1.628 -1.415 -0.184 0.123 -0.225
O -2.782 -9.59 -3.05 0.323 -0.299 0.139
O -2.673 -7.277 -1.813 0.467 0.414 0.085
O -0.663 -5.979 -5.837 0.12 -0.198 0.158
O -4.541 -5.643 -1.171 -0.261 -0.09 -0.08
O -1.735 -2.63 -2.574 0.377 0.379 0.275
O 20.321 -2.138 25.556 0.429 -0.021 -0.288
O -0.614 2.889 -1.63 -0.545 -0.005 0.082
O 1.07 -4.05 -6.348 0.299 0.216 -0.407
O -0.497 -8.187 -2.785 0.202 -0.002 -0.549
O 0.329 5.32 -1.234 -0.138 0.044 -0.184
O 0.445 -1.979 -0.935 -0.242 -0.176 -0.361
O 4.454 0.319 -1.568 0.295 0.293 0.118
O 4.384 2.01 -7.217 0.126 0.307 0.351
O 4.102 3.33 -1.759 0.385 -0.492 -0.025
O 3.083 5.438 -0.567 -0.409 0.244 0.334
O 4.247 -8.701 -2.547 0.269 -0.357 -0.107
O 3.529 -1.959 -0.744 -0.225 -0.141 -0.356
O 3.995 -4.221 -1.866 -0.347 -0.016 -0.675
O 7.568 2.016 -4.053 0.2 -0.048 -0.213
O 8.353 0.175 -2.368 0.621 0.387 0.027
O 7.363 3.557 -1.897 -0.435 -0.024 0.089
O 3.496 -6.953 -4.397 -0.31 0.096 0.181
O 8.347 -8.663 -2.592 -0.306 0.139 -0.322
O 8.47 -8.283 -5.145 0.212 0.026 -0.425
O 7.911 -2.218 -1.26 -0.311 -0.018 -0.15
O 6.555 -4.467 -1.378 -0.168 -0.059 -0.088
O 5.975 -7.947 -4.461 0.019 -0.552 -0.145
O -1.228 2.113 22.512 -0.326 -0.314 0.034
O 12.65 -8.066 21.085 -0.446 0.114 0.333
O 16.899 5.081 21.744 0.331 -0.523 0.238
O -0.652 -4.196 24.361 -0.057 0.07 0.506
O 11.398 -5.881 20.476 -0.081 0.409 0.291
O -0.157 -0.061 21.454 0.369 -0.095 -0.031
O 0.246 -2.275 22.809 0.505 0.312 -0.169
O 3.787 2.649 22.49 -0.208 0.543 0.276
O -1.305 1.768 -3.988 -0.376 0.087 0.127
O 2.645 -7.731 21.044 0.22 0.021 0.183
O 3.385 0.302 21.415 -0.141 -0.073 -0.349
O 3.976 -1.511 23.17 -0.322 -0.688 0.143
O 6.323 2.184 22.074 0.348 -0.084 0.089
O 5.88 -9.16 21.335 -0.556 -0.219 0.319
O 7.013 -2.624 22.906 0.011 0.202 0.182
O 8.388 -0.401 22.506 -0.103 0.601 0.423
O 10.131 1.401 23.356 0.356 0.581 -0.175
O 3.509 -0.882 -3.692 -0.193 -0.322 0.377
O 9.475 5.007 21.657 -0.022 0.098 0.137
O 9.685 -9.29 23.971 -0.014 0.037 0.057
O 13.384 -2.01 22.204 0.04 -0.353 0.67
O 10.957 -1.046 22.676 0.233 0.105 0.631
O 0.414 0.215 26.357 -0.407 -0.48 0
O 16.46 -9.177 24.075 0.332 -0.273 0.394
O 15.414 3.91 23.702 0.316 0.023 0.507
O 5.281 -6.38 -2.527 0.457 -0.242 0.326
O 5.241 -1.398 25.462 0.315 -0.4 -0.243
O 15.665 -4.551 -2.31 0.205 -0.532 -0.1
O 4.221 1.679 -3.783 -0.213 -0.038 -0.293
O 8.409 3.013 24.575 0.169 -0.197 -0.114
O -2.967 2.23 -5.997 -0.724 -0.619 -0.125
O 4.207 -5.286 24.17 -0.128 0.313 0.43
O 5.774 -4.172 -3.843 0.069 0.272 -0.165
O 7.112 4.985 25.75 -0.545 0.147 0.101
O 9.282 0.88 25.722 -0.525 -0.396 -0.295
O 0.728 4.212 -5.37 -0.101 0.308 0.48
O 3.55 -0.227 -6.188 0.283 0.046 -0.19
O 6.945 -1.409 -6.82 -0.199 -0.105 -0.218
O 12.967 2.996 24.475 -0.186 -0.023 -0.09
O 12.876 -5.764 25.037 -0.193 0.186 0.529
O 10.663 -5.932 23.688 -0.174 -0.381 -0.232
O 4.824 0.807 24.032 0.094 0.087 0.032
O 10.185 0.75 20.924 -0.29 -0.197 -0.342
O 3.781 -5.221 -6.362 0.174 -0.1 -0.309
O 3.976 -7.826 -6.774 -0.366 -0.466 0.032
O -0.994 -2.514 -5.777 -0.016 -0.249 -0.455
O 3.944 -2.741 -5.495 0.01 -0.197 0.278
O 8.099 -8.119 22.229 0.062 0.464 -0.109
O 10.417 5.692 -3.943 0.499 0.375 -0.047
O 8.837 -4.456 22.55 0.204 -0.156 -0.512
O 15.181 1.555 24.657 0.125 -0.255 -0.135
O 8.893 5.241 -0.522 0.416 0.039 0.147
O 14.889 -7.104 24.187 0.128 -0.34 0.108
O 6.622 -7.352 -6.884 0.279 0.296 -0.357
O 7.547 -5.784 -4.973 0.218 0.024 0.162
O -2.385 -7.419 -4.455 -0.274 -0.204 -0.494
O 1.529 -1.68 -5.298 -0.297 0.367 0.019
O 6.078 -4.103 -6.406 0.212 -0.084 -0.226
O 0.398 -3.572 -3.86 0.327 -0.318 0.298
O 10.621 -5.597 26.305 -0.229 -0.303 0.55
O 8.098 4.618 -4.226 0.316 -0.255 -0.339
O 0.905 -7.217 26.211 -0.499 0.161 0.259
O 17.464 -6.766 23.996 0.119 0.04 0.298
O 1.962 -3.92 23.946 0.189 0.377 -0.172
O 9.481 -1.998 -6.643 0.066 0.309 -0.025
O 7.408 4.947 23.184 -0.335 -0.164 -0.404
O 6.064 -0.157 -3.629 0.097 -0.451 -0.366
O 12.822 0.05 -5.909 -0.743 0.137 -0.13
O 11.398 -7.928 25.356 0.267 -0.07 -0.048
O 5.66 3.857 -3.836 0.002 0.57 -0.398
O 11.478 4.863 25.476 0.352 0.134 0.184
O 3.043 3.994 -4.11 -0.016 0.529 -0.155
O -0.088 0.368 -2.067 -0.425 -0.236 -0.321
O 8.347 -0.412 -4.885 0.593 0.187 -0.067
O -4.636 3.979 -2.58 -0.342 -0.153 -0.157
O 2.24 2.105 -5.778 -0.044 -0.047 -0.181
O -1.865 -4.964 -3.753 -0.556 0.09 0.178
O 7.901 -3.064 -4.901 0.553 -0.03 0.727
O 11.853 3.674 -0.188 -0.079 0.468 -0.28
O 13.516 -3.887 0.935 0.176 0.24 -0.348
O 11.028 -3.579 0.223 -0.076 0.338 -0.237
O 17.7 -0.225 -0.557 -0.19 -0.094 0.21
O 15.147 -0.08 -0.118 -0.128 -0.031 -0.222
O 17.093 3.184 -0.677 0.09 -0.699 0.329
O 15.047 -7.766 -0.071 0.141 0.193 -0.219
O 17.095 -7.955 -1.635 -0.017 0.389 -0.286
O 16.057 -3.889 0.211 0.552 0.033 -0.207
O 18.04 -3.83 -1.425 -0.001 -0.296 -0.213
O 19.595 3.252 0.111 -0.064 -0.548 -0.466
O 19.236 -7.576 -0.05 0.023 0.313 -0.333
O 23.073 0.033 0.209 0.212 0.269 -0.3
O 9.98 -0.77 -0.579 0.084 -0.006 0.467
O 24.748 2.73 -0.677 -0.022 -0.501 0.249
O 22.736 -7.946 -0.147 -0.301 0.189 -0.444
O 25.258 -7.688 -0.613 -0.068 0.304 0.003
O 24.858 -4.239 -0.622 0.037 -0.365 0.005
O 16.566 2.082 21.219 0.013 0.621 -0.227
O 13.974 5.44 19.839 -0.21 -0.048 -0.311
O 13.936 -6.014 19.914 -0.124 0.143 -0.181
O 15.408 -2.394 20.512 -0.015 -0.704 0.275
O 17.234 -5.36 21.762 -0.488 0.504 0.081
O 20.775 -0.317 21.834 0.062 0.251 -0.255
O 19.144 -2.107 20.616 0.05 -0.7 0.421
O 20.536 -5.993 20.281 -0.067 -0.059 -0.06
O 23.169 -6.007 20.378 0.216 -0.229 0.369
O 23.538 -2.166 20.492 0.107 0.235 0.205
O 28.19 4.78 21.207 0.176 -0.572 -0.21
O 26.007 -9.433 20.489 -0.099 0.539 0.296
O 26.936 -5.929 20.419 -0.305 0.03 0.565
O 21.81 -3.93 21.29 -0.769 0.033 -0.126
O 27.183 -2.065 20.109 0.456 -0.163 0.079
O 11.516 1.28 -1.346 0.068 0.049 -0.214
O 12.881 5.185 -3.082 0.472 -0.27 0.091
O 12.25 -8.239 -1.569 0.064 -0.43 0.043
O 14.293 -6.929 -5.881 0.099 0.048 -0.275
O 11.498 -5.775 -1.119 0.605 0.227 -0.323
O 11.176 -3.495 -2.434 -0.32 -0.235 -0.394
O 13.726 -3.041 -3.022 0.016 0.367 0.519
O 27.419 -1.756 -4.396 -0.264 -0.049 -0.122
O 14.803 2.794 -1.857 -0.242 0.132 -0.26
O 20.647 2.543 24.435 0.049 0.238 0.584
O 14.653 -8.218 -2.644 0.047 0.368 -0.382
O 15.584 5.267 -1.204 -0.011 -0.027 -0.545
O 16.066 0.549 -2.499 0.07 -0.199 -0.64
O 19.91 0.624 -1.739 0.123 0.471 0.056
O 15.442 0.494 -6.221 -0.099 -0.48 0.177
O 19.057 3.643 -2.388 -0.084 -0.021 -0.024
O 18.438 5.446 -0.62 -0.167 0.087 0.234
O 19.452 -8.454 -2.59 0.182 -0.511 -0.367
O 19.782 -1.851 -0.965 0.464 -0.008 -0.093
O 22.988 2.081 -4.004 0.107 0.035 -0.51
O 23.52 0.202 -2.284 -0.131 0.313 0.259
O 22.585 3.657 -1.89 -0.079 0.059 0.154
O 18.897 -6.563 -4.432 -0.27 0.355 0.325
O 23.683 -8.555 -2.559 -0.564 0.207 -0.018
O 23.761 -8.183 -5.092 0.226 -0.04 -0.217
O 23.228 -2.21 -1.182 -0.445 0.023 -0.359
O 22.491 -4.711 -1.547 0.144 -0.564 -0.142
O 21.292 -7.698 -4.323 0.025 -0.386 0.163
O 14.118 2.185 22.265 -0.457 0.057 -0.053
O 28.509 -8.01 20.829 -0.549 -0.006 -0.21
O 30.205 -9.379 22.302 -0.125 0.285 0.406
O 12.262 -1.165 -1.875 0.258 -0.26 -0.136
O 28.643 -5.998 22.49 -0.439 0.405 0.257
O 15.107 -0.089 21.612 0.073 -0.218 0.114
O 17.409 -4.105 24.048 0.452 0.258 0.203
O 18.795 2.485 22.497 -0.384 0.011 0.455
O 20.453 -8.216 22.931 -0.637 -0.072 0.11
O 17.235 -7.849 20.859 0.117 -0.003 0.232
O 18.195 0.091 21.579 -0.152 -0.347 -0.062
O 19.096 -1.774 23.25 -0.123 -0.683 0.053
O 21.361 2.53 21.903 0.343 -0.314 0.298
O 19.499 -5.607 23.144 0.308 0.274 0.239
O 22.505 -1.945 22.907 -0.026 -0.215 0.188
O 23.361 0.26 21.805 -0.226 0.246 -0.489
O 25.16 1.066 23.459 0.157 -0.215 -0.045
O 25.846 3.485 21.358 -0.141 -0.09 0.481
O 18.787 -0.722 -3.681 -0.112 -0.261 0.419
O 26.387 5.524 23.025 0.064 0.062 0.003
O 24.548 5.602 24.904 -0.195 0.256 0.519
O 26.754 -3.32 22.377 0.313 -0.358 0.092
O 25.816 -0.895 21.981 -0.251 -0.119 0.085
O 10.498 -4.393 -7.306 -0.448 -0.408 -0.086
O 27.566 -2.116 -7.024 0.111 0.218 -0.412
O 31.997 -9.048 24.165 0.408 -0.184 0.531
O 31.272 3.954 23.603 0.333 -0.273 0.517
O 20.456 -6.118 -2.367 -0.146 -0.056 0.594
O 16.87 -6.726 -6.123 -0.276 0.052 0.647
O 14.831 -4.467 23.88 -0.073 0.155 0.007
O 31.125 -4.496 -2.376 0.199 -0.454 -0.031
O 19.508 1.759 -4.113 0.046 0.077 -0.682
O 16.299 -2.988 -7.159 0.58 0.124 0.081
O 20.16 4.65 22.973 -0.718 -0.038 0.336
O 13.677 2.42 -6.488 0.048 0.154 -0.097
O 16.535 -7.688 26.217 -0.324 -0.153 0.409
O 21.22 -4.031 -3.744 -0.468 0.219 -0.115
O 22.07 4.809 25.42 -0.583 0.048 -0.219
O 24.413 1.407 25.871 -0.534 -0.088 0.044
O 15.601 -8.69 -7.327 0.541 0.098 -0.082
O 18.02 -0.283 -6.16 0.295 0.028 -0.4
O 23.211 -2.999 -5.072 -0.106 -0.077 0.413
O 28.838 3.513 24.583 0.002 -0.048 -0.244
O 27.988 -5.857 24.995 0.078 0.181 0.619
O 25.86 -5.585 23.452 -0.363 -0.355 -0.526
O 17.771 -1.38 25.527 0.001 0.342 -0.315
O 25.521 -3.297 24.676 0.002 0.607 -0.02
O 18.741 -4.976 -6.575 0.097 -0.002 -0.208
O 19.238 -7.591 -6.792 -0.34 -0.258 0.139
O 14.191 -2.109 -5.848 0.036 -0.02 0.049
O 19.064 -2.645 -5.362 -0.057 -0.209 0.691
O 22.672 5.528 23.046 0.394 0.159 -0.226
O 25.773 -9.57 -3.872 0.046 0.294 0.047
O 24.189 -3.875 22.414 -0.176 -0.538 -0.013
O 22.066 0.336 24.134 0.411 -0.095 0.233
O 14.169 1.421 -4.084 -0.416 -0.13 0.228
O 30.781 1.723 24.79 0.033 -0.599 -0.327
O 24.233 5.273 -0.551 0.409 -0.19 -0.032
O 32.016 -7.425 26.196 -0.29 -0.098 0.006
O 21.893 -7.454 -6.849 0.158 -0.094 -0.287
O 22.802 -5.656 -5.143 0.154 -0.061 -0.24
O 12.556 -7.879 -4.18 -0.371 -0.18 -0.329
O 16.621 -1.918 -4.745 -0.268 0.149 0.389
O 21.134 -3.975 -6.35 0.252 -0.185 -0.457
O 16.127 4.522 -5.986 -0.235 0.046 0.16
O 15.373 -4.164 -4.896 0.226 -0.531 -0.275
O 23.485 4.698 -4.163 0.202 -0.13 -0.33
O 32.604 -6.561 23.812 0.402 -0.406 0.058
O 25.077 -1.911 -6.483 0.018 -0.038 0.268
O 23.728 3.25 24.075 -0.209 -0.377 0.052
O 21.382 -0.043 -3.835 -0.153 -0.401 -0.341
O 28.295 0.211 -5.935 -0.609 0.317 0.123
O 11.969 3.854 -5.079 -0.063 -0.486 0.206
O 19.56 0.267 24.846 -0.26 0.571 0.105
O 21.05 3.887 -4.052 0.016 0.224 0.01
O 30.72 -4.095 -4.948 -0.033 -0.602 -0.35
O 21.912 -6.165 22.647 0.451 0.034 0.281
O 18.505 4.075 -4.88 0.095 0.413 -0.239
O -11.494 -5.428 23.405 0.146 0.448 0.093
O 23.812 -0.381 -4.767 0.16 -0.029 -0.225
O -19.087 -1.767 -4.174 -0.392 0.055 -0.126
O 26.251 2.971 24.706 0.016 -0.043 -0.317
O 17.377 2.267 -6.35 0.401 0.043 -0.727
O 15.714 -2.819 25.703 -0.519 -0.594 0.19
O -7.263 -7.986 -5.222 0.486 0.201 -0.528
O 27.134 3.713 -0.131 0.223 0.137 -0.154
O 27.246 -3.49 0.114 0.397 0.27 -0.35
O -28.641 -0.078 -0.444 -0.203 0.442 -0.06
O 30.368 -0.045 -0.078 -0.118 0.368 -0.454
O 32.524 3.194 -0.427 -0.005 -0.597 0.104
O 30.544 -7.758 -0.028 0.141 0.245 -0.201
O 32.556 -7.981 -1.669 -0.073 0.312 -0.573
O 30.442 -3.777 0.035 -0.231 -0.116 -0.361
O -28.581 -3.831 -0.615 -0.115 -0.346 0.099
O -26.959 -7.472 0.006 -0.26 0.122 -0.307
O -23.311 0.043 0.048 -0.139 0.257 -0.246
O 25.394 -0.82 -0.741 0.102 -0.476 0.079
O -21.48 2.932 -0.773 -0.065 -0.307 0.478
O -23.56 -7.839 -0.208 -0.472 0.362 -0.273
O -21.052 -7.481 -0.538 -0.335 0.364 -0.101
O -21.365 -4.266 -0.52 -0.003 -0.151 0.05
O 32.004 2.183 21.185 0.155 0.668 -0.01
O 29.508 -5.681 20.054 -0.135 0.085 0.22
O 30.23 -2.255 20.473 -0.461 -0.331 -0.169
O 32.64 -1.942 19.453 0.035 0.004 0.123
O -28.771 -5.12 21.646 -0.297 0.228 0.248
O -25.302 0.103 21.936 -0.141 0.662 -0.076
O -26.551 -1.873 20.609 0.304 -0.101 0.338
O -25.484 -5.845 20.298 0.074 -0.338 -0.012
O -22.855 -5.793 20.554 0.182 -0.105 0.366
O -23.496 -1.851 20.339 -0.257 0.037 0.145
O -21.087 -1.792 19.352 0.053 -0.073 0.121
O -18.755 -5.659 20.266 -0.094 0.013 0.291
O -24.323 -3.898 21.665 -0.121 0.09 0.134
O -18.646 -1.818 20.184 0.448 0.035 -0.218
O 28.471 -1.344 22.245 0.061 0.019 0.196
O 27.771 -1.07 -1.819 0.21 0.002 0.112
O 26.871 1.334 -1.314 0.342 0.357 -0.32
O 28.262 5.229 -3.04 0.216 -0.279 0.334
O 27.672 -8.168 -1.579 0.318 -0.398 -0.208
O 29.913 -6.862 -5.783 0.057 -0.292 -0.207
O 26.925 -5.738 -1.155 -0.042 0.013 -0.065
O 26.625 -3.383 -2.422 -0.469 -0.055 -0.464
O 29.167 -3.004 -2.988 0.577 -0.006 -0.042
O 31.674 2.875 -3.808 0.119 0.105 0.063
O 30.198 2.799 -1.667 -0.387 -0.032 -0.006
O -25.543 2.695 24.539 -0.016 0.426 0.476
O 30.097 -8.216 -2.6 0.201 0.435 -0.845
O 31.025 5.262 -1.162 -0.123 0.011 -0.105
O -26.318 0.632 -1.499 0.068 0.562 0.1
O 30.919 0.813 -6.097 -0.08 -0.506 -0.035
O -26.877 3.686 -1.863 0.336 -0.428 -0.167
O -27.875 5.521 -0.304 -0.135 0.216 0.596
O -26.535 -8.783 -2.295 0.237 -0.466 -0.04
O -26.755 -1.881 -0.864 0.402 -0.053 -0.231
O -26.263 -4.267 -1.722 -0.25 -0.301 -0.131
O -23.3 2.232 -3.8 0.317 0.104 -0.297
O -22.539 0.12 -2.436 0.438 0.021 -0.134
O -23.739 3.86 -1.762 -0.296 0.094 -0.126
O -27.417 -7.425 -4.316 -0.639 -0.292 0.265
O -22.419 -8.397 -2.625 -0.475 0.439 -0.191
O -22.895 -2.223 -1.249 -0.055 -0.058 -0.046
O -23.678 -4.684 -1.773 0.272 -0.365 -0.316
O -24.978 -8.344 -4.496 -0.219 -0.36 -0.102
O 29.661 2.259 22.436 -0.641 0.296 -0.295
O -17.254 -7.772 20.813 0.07 -0.118 0.257
O -16.353 5.331 21.673 0.001 -0.58 0.119
O 30.825 -2.234 23.072 -0.087 0.42 0.087
O -16.859 -5.576 22.093 0.405 0.42 0.012
O 30.66 -0.006 21.668 0.731 -0.18 0.088
O -27.351 2.522 22.549 -0.294 0.12 0.351
O -26.714 -5.453 23.32 0.203 0.421 0.132
O 32.674 5.287 21.782 0.463 -0.289 0.128
O -28.838 -7.665 20.829 0.26 -0.021 0.253
O -27.882 0.17 21.546 -0.343 -0.259 0.188
O -26.883 -1.633 23.219 -0.175 -0.531 0.036
O -24.783 2.755 22.004 0.37 -0.192 0.296
O -26.01 -8.081 23.006 -0.487 -0.175 -0.255
O -23.803 -1.661 22.968 -0.512 -0.137 0.686
O -22.608 0.443 21.899 -0.229 -0.005 -0.331
O -20.865 1.577 23.444 0.206 -0.305 0.305
O -20.728 5.538 22.04 -0.359 0.209 0.141
O -27.45 -0.573 -3.508 -0.316 -0.22 0.358
O -20.665 -4.184 -7.302 -0.369 -0.344 -0.052
O -21.579 -9.39 24.511 0.034 0.305 0.503
O -19.322 -2.585 22.633 0.289 -0.06 0.11
O -19.976 -0.182 21.783 0.026 0.02 -0.213
O 26.055 -4.291 -7.235 -0.1 -0.182 0.238
O -19.359 -1.972 -6.773 0.496 0.146 0.026
O -14.985 -8.945 23.678 -0.104 -0.156 0.255
O -14.927 3.914 23.375 0.352 -0.28 -0.022
O -25.402 -6.521 -2.69 0.408 -0.108 -0.049
O -25.779 -2.108 25.571 0.285 -0.04 -0.103
O 32.482 -6.545 -6.226 0.021 0.357 0.315
O 30.104 -4.541 24.119 -0.21 -0.064 -0.26
O -15.421 -4.378 -1.99 0.267 -0.626 -0.05
O -26.786 1.935 -3.762 -0.038 -0.298 -0.205
O 31.772 -2.849 -7.101 0.693 -0.163 -0.096
O -26.16 4.76 23.123 -0.609 0.13 0.491
O 29.076 2.625 -6.425 0.126 -0.022 -0.342
O 29.156 5.145 -6.804 -0.067 0.428 -0.199
O -25.055 -4.372 -4.058 0.124 0.463 -0.055
O -23.924 5.181 25.592 -0.298 0.157 -0.049
O -21.51 2 25.918 -0.349 -0.037 -0.087
O 31.197 -8.613 -7.247 0.361 0.104 -0.091
O -28.139 -0.137 -6.021 0.126 -0.221 -0.093
O -17.522 3.686 23.804 -0.284 -0.221 -0.034
O -18.503 -5.883 24.18 -0.137 0.126 0.713
O -20.445 -4.986 22.718 -0.215 -0.356 -0.812
O -28.323 -1.319 25.423 0.055 -0.255 -0.249
O -20.906 -3.226 24.609 -0.197 0.477 0.186
O -26.569 -5.648 -5.948 -0.219 0.269 -0.153
O -27.07 -8.096 -6.881 -0.268 -0.296 0.03
O 29.783 -1.832 -5.686 0.149 0.141 -0.165
O -26.763 -2.299 -5.316 0.123 -0.267 0.222
O -20.458 -9.541 -4.076 0.155 0.468 -0.109
O -21.824 -2.975 22.033 0.383 -0.199 -0.242
O -23.929 0.651 24.202 0.426 0.418 0.149
O 29.451 1.577 -4.003 -0.581 0.029 0.159
O -15.77 1.91 24.785 0.081 -0.569 -0.325
O -21.99 5.451 -0.552 0.193 0.007 0.08
O -16.146 -6.754 24.42 -0.268 -0.214 0.322
O -24.456 -8.273 -7.091 0.536 -0.189 -0.455
O -13.793 -4.097 24.045 0.246 0.228 0.053
O 28.067 -7.869 -4.21 -0.523 -0.056 -0.358
O 32.229 -2.019 -4.654 -0.015 0.112 0.364
O -24.915 -3.785 -6.567 0.367 0.077 -0.372
O -19.018 3.954 -5.274 -0.224 -0.428 0.066
O 15.823 -2.164 23.119 0.305 0.242 0.217
O -20.887 -5.759 25.203 -0.413 -0.416 0.438
O -22.764 4.763 -4.052 0.232 -0.273 -0.322
O -13.646 -6.727 23.665 0.185 -0.174 -0.339
O 31.076 -2.675 25.681 -0.188 0.017 0.406
O -17.973 4.547 26.194 0.485 0.449 0.026
O -22.499 3.602 24.031 -0.458 -0.254 -0.438
O -24.883 0.121 -3.646 0.223 -0.393 -0.422
O -18.147 0.128 -5.765 -0.4 0.366 -0.097
O 27.302 4.032 -5.086 -0.386 -0.25 0.002
O -20.378 -7.497 23.179 -0.227 -0.068 -0.635
O -26.451 0.328 24.904 -0.564 0.232 0.083
O -25.244 4.042 -3.887 -0.001 0.434 -0.374
O 1.159 2.331 -3.447 0.628 -0.164 -0.058
O 13.7 4.934 -6.915 -0.337 0.54 -0.409
O -8.067 -9.479 23.311 0.367 0.185 -0.156
O -27.807 4.3 -4.334 0.009 0.812 0.224
O -14.528 2.935 -3.878 0.091 0.285 0.451
O -22.634 0.005 -5.017 0.588 0.039 -0.039
O 26.31 3.523 -2.658 -0.281 -0.22 -0.212
O -6.985 3.545 24.129 -0.086 -0.238 -0.521
O -19.951 3.637 24.7 -0.058 -0.016 -0.008
O -28.561 2.457 -6.05 0.537 0.218 -0.334
O 27.41 -6.023 -5.89 -0.186 -0.174 0.014
O -4.282 -3.291 -2.554 -0.216 -0.032 -0.397
O -19.096 3.884 -0.167 -0.194 0.174 -0.36
O -13.366 0.177 -0.445 -0.098 0.214 0.068
O -15.918 0.267 -0.088 -0.156 0.295 -0.344
O -13.842 3.413 -0.824 0.195 -0.483 -0.087
O -15.778 -7.604 -0.117 0.024 0.168 0.098
O -13.912 -7.868 -1.914 -0.009 0.436 -0.456
O -13.399 -3.748 -0.399 -0.035 -0.385 0.427
O -11.372 3.463 0.083 -0.009 -0.674 -0.146
O -12.064 -7.294 -0.093 -0.409 0.142 -0.182
O -9.658 -7.557 0.841 0.033 -0.407 -0.331
O -20.853 -0.67 -0.623 0.061 -0.252 0.098
O -6.183 2.95 -0.702 -0.062 -0.456 0.223
O -7.229 -7.431 -0.041 0.173 0.516 -0.171
O -5.054 -8.193 -1.255 0.216 -0.451 -0.025
O -6.096 -3.66 -0.674 0.16 -0.248 0.344
O -13.986 2.34 21.043 0.008 0.493 -0.231
O -15.831 -2.228 20.499 -0.37 -0.603 0.271
O -13.496 -1.847 19.377 -0.063 0.117 0.201
O -13.447 -5.085 21.632 -0.224 0.484 0.048
O -9.845 -0.098 22.107 0.114 0.324 -0.213
O -11.207 -1.84 20.632 0.558 -0.431 0.229
O -10.345 -5.867 20.259 -0.274 -0.417 0.115
O -7.708 -5.97 20.351 0.45 -0.111 0.435
O -7.412 -1.81 20.497 -0.073 0.306 0.307
O -2.661 5.077 21.832 0.375 -0.554 0.441
O -4.61 -9.362 20.438 -0.392 0.378 0.318
O -3.882 -5.664 20.453 -0.203 0.114 0.254
O -8.986 -3.816 21.128 -0.601 0.442 -0.368
O -3.886 -1.701 20.352 0.014 0.339 0.125
O -17.406 -0.896 22.229 0.207 0.46 0.382
O -18.466 -0.853 -1.71 0.204 -0.071 0.066
O -19.404 1.504 -1.32 0.545 0.044 -0.363
O -17.975 5.462 -3.425 0.404 -0.197 -0.033
O -18.788 -8.266 -1.6 0.345 -0.485 0.105
O -16.623 -6.519 -5.633 0.295 0.235 0.173
O -19.208 -5.705 -1.059 0.144 0.01 -0.227
O -19.462 -3.252 -1.989 -0.467 -0.218 -0.234
O -17.04 -2.668 -2.9 0.135 0.609 -0.058
O -8.31 -5.497 -5.285 0.552 0.062 0.248
O -16.18 2.924 -1.84 -0.465 -0.156 -0.085
O -9.908 2.535 24.34 0.147 0.28 0.384
O -16.4 -7.929 -2.673 0.255 0.338 -0.481
O -15.473 5.438 -1.323 -0.468 0.089 0.021
O -14.9 -1.821 -1.31 -0.264 0.061 -0.351
O -11.07 0.672 -1.705 0.151 0.149 0.21
O -15.545 0.506 -6.219 -0.006 -0.664 0.153
O -11.77 3.88 -2.426 0.354 0.125 -0.238
O -12.518 5.663 -0.683 -0.212 0.058 0.543
O -11.436 -8.238 -2.588 0.186 -0.329 -0.262
O -11.654 -1.741 -0.849 0.429 0.049 -0.304
O -11.161 -4.08 -1.719 -0.35 -0.395 -0.192
O -5.178 -5.38 25.971 0.116 -0.228 0.528
O -7.725 0.634 -1.947 0.229 0.277 -0.168
O -8.402 3.757 -1.959 -0.192 -0.163 0.013
O -12.009 -6.441 -4.478 -0.098 0.264 0.018
O -7.345 -8.286 -2.608 -0.199 0.173 -0.224
O -7.886 -1.801 -1.054 -0.081 -0.021 -0.265
O -8.481 -4.299 -1.623 -0.032 -0.288 -0.062
O -9.743 -7.755 -4.626 0.03 -0.632 0.079
O -16.391 2.081 22.215 -0.575 -0.174 0.038
O -2.512 -7.695 21.413 -0.333 -0.11 0.06
O -0.341 -8.991 22.003 0.27 0.432 0.145
O -13.659 5.391 21.607 0.178 -0.313 0.202
O -1.928 -5.333 22.335 0.329 0.36 -0.138
O -15.089 0.014 21.438 0.445 -0.205 0.091
O -4.898 3.595 21.307 -0.112 -0.132 0.208
O -11.781 2.708 22.416 -0.139 0.424 0.322
O 27.115 5.246 25.539 0.256 0.346 0.438
O 25.662 -5.519 26.069 -0.524 -0.59 0.466
O -13.426 -7.584 20.702 -0.095 -0.069 0.526
O -12.334 0.348 21.447 -0.474 -0.234 0.177
O -11.784 -1.499 23.257 -0.372 -0.677 0.025
O -9.217 2.799 21.819 0.44 -0.295 0.375
O -9.395 -8.979 21.215 0.272 0.263 -0.138
O -8.334 -2.026 22.976 -0.464 -0.382 0.523
O -7.243 0.297 22.548 -0.228 0.228 -0.241
O -5.242 1.593 23.557 0.653 0.046 -0.09
O -12.099 -0.692 -3.66 -0.322 -0.399 0.33
O -3.65 5.478 25.441 0.578 0.375 0.162
O -6.29 -9.558 25.234 -0.296 0.45 0.386
O -4.007 -3.311 22.435 0.572 -0.482 -0.123
O -3.153 -1.766 -7.071 0.265 0.104 -0.395
O 1 -8.924 24.229 0.164 -0.225 0.357
O 0.009 4.231 23.372 0.005 -0.141 0.05
O -9.998 -6.116 -2.696 0.299 -0.419 -0.115
O -10.852 -1.927 25.674 0.201 -0.063 -0.145
O -14.081 -6.519 -6.156 -0.074 0.043 0.125
O -16.471 -4.162 24.187 -0.224 0.247 0.364
O -3.194 -1.681 -4.452 -0.657 0.108 -0.043
O -11.529 1.845 -4.045 -0.217 0.033 -0.224
O -14.733 -2.801 -7.017 0.44 0.133 -0.05
O -10.441 4.8 23.078 -0.182 0.304 0.119
O -17.254 2.445 -6.54 0.482 -0.081 -0.511
O 16.125 -2.001 -1.663 -0.372 -0.028 -0.547
O -9.712 -3.777 -3.879 -0.158 0.31 0.039
O -8.804 4.885 25.497 -0.465 -0.026 -0.161
O -6.718 1.431 25.715 -0.19 -0.079 -0.42
O -15.59 -8.432 -7.059 0.075 -0.132 0.13
O -12.921 -0.057 -6.041 0.38 0.148 -0.101
O 5.717 -7.296 23.191 -0.12 -0.419 0.055
O -2.388 3.464 24.397 -0.142 -0.044 -0.382
O -2.851 -5.62 24.793 0.024 0.211 0.173
O -5.059 -5.514 23.347 -0.284 -0.122 -0.328
O -13.344 -0.995 25.393 0 0.289 -0.096
O -5.258 0.97 21.017 0.342 -0.51 -0.272
O -5.601 -3.237 24.534 -0.207 0.509 0.029
O -12.129 -4.905 -6.637 0.265 0.012 -0.576
O -11.749 -7.52 -6.857 -0.282 -0.107 0.113
O -16.927 -2.143 -5.74 0.18 0.072 0.104
O -12.055 -2.536 -5.47 0.222 -0.239 0.389
O 30.132 -7.17 24.366 -0.128 -0.528 0.449
O -5.269 -9.154 -3.903 0.307 0.471 -0.253
O -6.565 -3.75 22.093 -0.056 -0.347 0.02
O -8.893 0.071 24.561 0.713 -0.346 0.535
O -16.764 1.594 -4.094 -0.436 -0.123 -0.029
O -0.167 2.278 25 0.203 -0.028 -0.082
O -6.831 5.438 -0.664 -0.047 -0.049 0.415
O -0.643 -6.824 24.126 -0.447 -0.408 -0.368
O -9.099 -7.228 -7.074 0.176 0.269 -0.239
O -7.697 -2.846 -5.253 -0.139 -0.005 0.162
O -18.544 -7.441 -4.102 -0.826 -0.116 -0.456
O -14.417 -1.645 -4.679 -0.092 0.402 0.368
O -9.856 -3.652 -6.476 0.028 0.147 -0.397
O -15.45 -3.958 -4.647 0.457 -0.47 -0.26
O -18.964 -9.494 24.047 0.541 0.383 -0.107
O -7.486 4.904 -4.17 0.279 -0.134 -0.366
O -14.29 -7.784 25.965 -0.085 -0.147 0.213
O 1.958 -6.552 23.897 0.142 -0.493 0.207
O -15.231 -2.594 25.761 -0.381 -0.361 0.459
O -5.559 -1.741 -6.125 0.284 0.135 0.412
O -4.888 5.612 23.069 -0.554 -0.199 0.06
O -9.545 0.158 -3.805 -0.04 -0.324 -0.376
O -1.614 -0.031 -5.859 0.218 -0.053 -0.044
O -7.827 2.202 -4.013 0.359 -0.067 -0.616
O -4.562 -7.652 24.699 -0.013 0.052 -0.037
O -11.42 0.538 24.909 -0.41 0.424 -0.008
O -9.862 3.885 -4.19 0.018 0.182 -0.562
O -0.291 -4.496 -1.56 -0.162 -0.564 -0.061
O -24.547 -1.248 -6.295 -0.311 0.258 0.292
O -9.89 -6.327 25.259 0.238 -0.016 -0.006
O -12.439 4.155 -4.915 0.266 0.505 -0.182
O 16.398 2.789 -3.957 0.291 0.015 0.237
O 14.457 -9.464 22.373 -0.079 0.379 0.351
O -7.035 -0.406 -4.294 0.641 -0.219 0.018
O -19.804 3.673 -2.728 0.234 -0.45 -0.125
O -4.782 3.16 25.531 -0.103 -0.109 0.296
O -13.779 2.445 -6.346 0.266 0.212 -0.778
O -19.063 -5.577 -5.839 -0.344 0.236 0.32
O -17.528 -5.113 -3.636 -0.562 0.08 0.035
O 11.33 -3.645 22.36 0.048 -0.253 -0.291
O -7.796 -0.572 -6.725 -0.12 0.353 0.101
O 11.848 -5.988 -5.799 -0.281 0.027 0.197
O 0.736 -2.189 25.417 0.035 -0.37 0.221
O -22.488 -8.3 -5.258 0.475 0.062 -0.37
O 26.23 -7.819 24.761 -0.33 0.175 0.094
O 32.667 -3.931 23.962 0.312 0.366 0.266
O 5.729 3.24 24.335 -0.363 0.238 0.364
O -10.431 -8.013 23.402 -0.534 -0.199 0.271
O 31.315 0.561 -2.471 0.35 -0.18 -0.244
O -23.739 -9.57 23.104 0.372 0.25 -0.301
O 22.586 -1.162 -6.887 -0.333 -0.002 0.067
O -0.444 2.241 -6.529 0.467 -0.399 -0.481
O 6.773 -5.058 24.087 0.275 0.271 0.491
O 1.687 -6.672 -6.401 0.01 -0.448 0.25
O 13.274 -5.937 22.434 -0.043 0.335 0.117
O -3.85 4.455 -5.028 -0.295 -0.129 -0.067
O 11.895 -1.934 -4.456 -0.567 -0.06 0.006
O 28.957 -5.504 -3.742 0.094 0.05 0.212
O 20.784 -6.787 25.118 0.002 -0.462 0.209
O -1.698 4.5 -6.561 -0.094 0.69 -0.098
O -17.228 4.948 -7.064 -0.041 0.282 0.043
O -9.077 -5.959 22.64 0.501 -0.176 0.103
O 11.96 -2.178 -7.127 0.167 -0.364 -0.298
O 10.923 3.458 -2.659 -0.376 0.031 -0.112
O 2.069 5.327 22.033 0.148 -0.098 0.36
O -14.945 0.646 -2.488 0.279 -0.197 -0.469
O -24.306 -6.23 22.721 0.43 -0.21 0.152
O -15.224 -2.085 23.111 0.159 0.08 0.135
O 31.554 4.605 -5.866 -0.138 0.183 0.209
O -25.386 -6.724 25.212 0.162 0.002 0.208
O 5.575 -6.872 25.766 0.223 -0.224 0.134
O 13.544 -5.545 -3.745 -0.284 -0.119 0.363
O -22.009 -1.931 -6.681 0.056 -0.462 0.441
O 31.439 -1.94 -1.604 -0.048 0.027 -0.403
O -14.87 4.75 -5.838 0.054 0.246 0.286
O -23.986 -6.146 -5.652 0.461 0.272 0.024
O -4.8 -0.878 22.721 -0.04 -0.151 0.377
O 2.784 -0.476 25.32 -0.03 0.12 -0.03
O -3.175 -5.523 -6.074 -0.465 0.277 0.042

Results
total energy: -402802.237 eV
total energy less fixed offsets of O -438.25, Si -107.07 eV per atom: -13.617 eV
